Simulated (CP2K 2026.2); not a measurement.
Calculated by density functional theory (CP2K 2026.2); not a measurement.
Periodic cell of 2016 atoms, Si1440O576, from a study of silicon, its oxide and their interface. The atomic structure is a simulated model.
Doubt: the forces sum to 3.29 eV/angstrom along one axis rather than to zero, so they err by at least 0.0016 eV/angstrom per atom on average; the grid cutoff is modest.

Settings: functional PBE; method Gaussian and plane waves; basis set DZVP-MOLOPT-SR-GTH; pseudopotentials GTH-PBE; grid cutoff 300 Ry, relative cutoff 40 Ry; k points Gamma only; occupations fixed; spin none; net charge 0.

Cell vectors (angstrom)
a	65.28	0	0
b	0	16.32	0
c	1.0594	2.3123	33.6175

Atoms and the computed forces on them: element, x, y, z (angstrom), force x, y, z (eV/angstrom)
Si	1.578	-1.544	0.064	-0.228	0.12	0.809
Si	3.969	1.564	-0.104	0.093	-0.201	0.755
Si	1.748	3.823	-0.162	-0.254	0.055	0.682
Si	4.304	6.612	-0.006	-0.089	0.107	0.744
Si	0.913	-6.578	0.121	0.198	0.039	0.751
Si	3.843	-3.71	0.159	0.059	-0.256	0.786
Si	6.894	-1.627	0.233	0.003	0.229	0.755
Si	9.806	0.99	0.102	-0.064	0.151	0.767
Si	6.474	4.357	-0.022	0.2	-0.027	0.767
Si	9.502	7.024	-0.134	0.129	-0.285	0.69
Si	7.172	9.145	-0.019	-0.066	0.167	0.801
Si	9.235	-3.703	-0.008	0.17	-0.24	0.741
Si	12.098	-1.113	0.148	0.07	-0.143	0.808
Si	14.78	1.64	0.209	0.113	-0.007	0.727
Si	12.587	3.841	0.181	-0.145	0.018	0.777
Si	14.696	7.016	0.137	0.182	0.061	0.756
Si	12.572	-6.997	-0.154	-0.168	0.25	0.705
Si	15.402	12.172	0.033	-0.272	0.01	0.76
Si	18.139	-1.551	0.206	-0.141	0.088	0.757
Si	20.179	1.82	0.132	0.156	-0.266	0.714
Si	17.979	4.14	0.137	-0.24	0.069	0.684
Si	20.685	6.865	0.04	-0.126	0.141	0.703
Si	17.547	9.858	-0.045	0.114	-0.219	0.753
Si	20.37	-3.725	0.304	-0.026	-0.18	0.666
Si	23.264	-1.325	0.419	-0.176	0.146	0.606
Si	25.884	1.407	0.758	-0.018	-0.008	0.551
Si	23.656	3.441	0.226	-0.108	0.281	0.691
Si	25.651	6.915	0.243	0.232	-0.177	0.75
Si	23.469	-7.152	0.375	-0.046	0.143	0.801
Si	25.355	-3.699	0.189	0.388	-0.166	0.697
Si	28.031	-0.782	0.389	0.146	-0.161	0.802
Si	30.909	1.555	0.335	0.193	-0.095	0.784
Si	28.747	3.758	0.413	0.047	0.243	0.714
Si	31.666	6.451	0.14	-0.237	0.232	0.766
Si	28.397	-6.879	-0.068	0.06	0.108	0.692
Si	31.387	-4.188	0.351	-0.211	0.231	0.615
Si	34.294	-1.654	0.309	-0.022	0.092	0.705
Si	36.867	1.201	0.233	-0.193	0.269	0.805
Si	33.892	4.313	0.368	0.031	-0.29	0.724
Si	36.649	6.634	-0.01	-0.105	0.227	0.6
Si	33.736	-6.399	0.077	0.377	-0.446	0.512
Si	36.611	-3.799	0.201	0.101	-0.108	0.654
Si	39.241	-0.861	0.072	0.203	-0.398	0.715
Si	-23.12	1.531	-0.271	-0.087	0.084	0.71
Si	39.088	4.624	-0.023	0.078	-0.308	0.761
Si	-23.4	7.18	-0.158	0.221	-0.314	0.758
Si	39.487	-7.111	0.068	-0.028	0.304	0.764
Si	-23.149	-4.231	-0.48	0.161	-0.095	0.753
Si	-20.174	-1.706	-0.21	-0.326	0.286	0.746
Si	-17.328	1.063	-0.152	-0.346	0.243	0.786
Si	-20.248	4.193	0.027	-0.081	-0.066	0.703
Si	-17.677	6.932	-0.077	0.241	-0.203	0.689
Si	-19.936	-7.158	0.042	-0.233	0.053	0.798
Si	-18.023	-4.053	-0.17	0.46	-0.216	0.717
Si	-15.091	-1.204	-0.204	0.277	-0.338	0.806
Si	-12.607	1.627	0.281	-0.054	0.025	0.755
Si	-14.713	3.839	-0.058	-0.242	0.11	0.729
Si	-12.195	6.662	0.28	0.039	-0.047	0.517
Si	-14.332	-7.386	-0.109	-0.01	0.148	0.756
Si	-11.918	-4.002	0.015	-0.238	-0.183	0.777
Si	-9.28	-1.603	0.169	-0.13	0.175	0.797
Si	-6.559	0.885	-0.087	-0.132	0.374	0.754
Si	-10.146	4.349	-0.166	0.238	-0.097	0.654
Si	-7.102	6.886	0.146	0.128	-0.119	0.778
Si	-9.358	-7.311	0.174	-0.061	0.286	0.778
Si	-7.18	-3.915	0.164	0.148	-0.087	0.73
Si	-4.26	-1.248	0.099	0.062	-0.203	0.759
Si	-1.638	1.414	0.154	0.238	0.061	0.735
Si	-3.793	3.685	-0.13	-0.234	0.247	0.818
Si	-1.655	7.06	-0.094	0.197	-0.304	0.722
Si	-3.925	-7.055	0.052	-0.224	0.137	0.751
Si	-1.31	-4.4	-0.054	-0.054	0.28	0.772
Si	2.79	0.024	1.297	0.029	0.041	-0.033
Si	5.43	2.744	1.318	-0.006	-0.006	-0.025
Si	2.738	5.41	1.276	0.021	0.002	-0.035
Si	5.52	8.121	1.31	-0.007	0.008	-0.046
Si	2.651	-5.428	1.261	0.001	-0.001	-0.062
Si	5.407	-2.752	1.581	0.003	-0.011	-0.034
Si	8.168	-0.044	1.418	-0.015	0.009	-0.046
Si	10.923	2.664	1.345	-0.026	-0.018	-0.054
Si	8.22	5.455	1.166	0.009	-0.009	-0.072
Si	10.982	-8.102	1.241	0.011	0.017	-0.043
Si	8.202	-5.446	1.227	-0.01	-0.008	-0.034
Si	10.871	-2.69	1.364	-0.014	-0.006	-0.048
Si	13.639	0.046	1.48	0.001	-0.01	-0.052
Si	16.381	2.877	1.39	0.033	0.005	-0.038
Si	13.618	5.468	1.51	0.006	-0.01	-0.034
Si	16.367	8.245	1.285	-0.003	0.017	-0.049
Si	13.689	10.959	1.181	0.01	-0.018	-0.058
Si	16.491	-2.669	1.455	0.026	0.004	-0.049
Si	19.154	0.122	1.462	0.013	0.044	-0.047
Si	21.851	2.708	1.535	-0.07	0.016	-0.035
Si	19.128	5.681	1.435	0.054	-0.015	-0.059
Si	21.921	-8.29	1.651	-0.052	0.01	-0.05
Si	19.16	-5.44	1.372	-0.027	0.006	-0.05
Si	21.763	-2.554	1.712	0.041	-0.006	-0.023
Si	24.437	0.034	1.876	-0.048	0.006	-0.045
Si	27.308	2.756	1.925	0.016	0.031	-0.044
Si	24.533	5.29	1.482	-0.043	-0.016	-0.031
Si	27.272	-8.238	1.488	-0.054	0.017	-0.078
Si	24.496	-5.41	1.534	0.008	0.003	-0.028
Si	27.055	-2.623	1.477	-0.004	-0.042	-0.109
Si	29.801	0.05	1.687	0.027	-0.012	-0.089
Si	32.632	2.686	1.504	-0.01	-0.009	-0.108
Si	30.002	5.419	1.492	-0.012	0.026	-0.053
Si	32.684	-8.128	1.35	-0.018	0.013	0.011
Si	29.696	-5.413	1.378	-0.001	-0.051	-0.044
Si	32.654	-2.698	1.623	-0.026	0.025	-0.048
Si	35.358	0.012	1.556	0.02	0.017	-0.038
Si	38.102	2.876	1.305	0.035	0.038	-0.02
Si	35.347	5.557	1.622	0.027	0.006	-0.085
Si	37.94	-8.211	1.387	-0.017	-0.047	-0.041
Si	35.38	-5.376	1.434	-0.011	-0.003	-0.039
Si	38.21	-2.594	1.365	0.017	0.07	-0.018
Si	-24.377	0.19	1.284	0.034	0.054	-0.017
Si	-21.78	2.84	1.184	0.049	-0.062	-0.064
Si	-24.508	5.608	1.279	-0.01	0.032	-0.005
Si	-21.722	-8.159	1.183	-0.011	0.001	-0.008
Si	-24.489	-5.438	1.117	-0.003	-0.048	-0.074
Si	-21.749	-2.909	1.062	-0.051	0.033	-0.03
Si	-19.06	-0.025	1.052	0.027	0.001	0.005
Si	-16.304	2.676	1.248	-0.001	-0.034	-0.048
Si	-18.868	5.463	1.354	0.007	0.052	-0.037
Si	-16.108	-8.234	1.241	-0.035	0.022	-0.032
Si	-18.958	-5.527	1.391	0.008	0.02	0.015
Si	-16.244	-2.906	0.987	-0.033	0.071	-0.026
Si	-13.723	-0.062	1.384	-0.056	-0.03	-0.018
Si	-10.999	2.821	1.427	0.03	-0.038	-0.037
Si	-13.647	5.317	1.448	-0.036	-0.067	-0.052
Si	-10.839	-8.338	1.598	-0.013	0.019	-0.007
Si	-13.366	-5.573	1.115	-0.018	0.121	-0.093
Si	-10.865	-2.645	1.53	0.043	-0.028	-0.046
Si	-8.13	-0.021	1.395	0.001	0.013	-0.027
Si	-5.49	2.627	1.14	0.013	-0.033	-0.096
Si	-8.372	5.29	1.24	-0.019	-0.039	-0.052
Si	-5.491	8.086	1.351	0.01	0.02	-0.054
Si	-8.308	-5.539	1.394	-0.052	-0.05	-0.051
Si	-5.489	-2.801	1.364	0.007	0.018	-0.049
Si	-2.815	-0.054	1.493	-0.007	-0.014	-0.003
Si	0.066	2.698	1.16	0.011	0.022	-0.012
Si	-2.734	5.371	1.169	0.005	0.018	-0.057
Si	-0.15	8.129	1.389	-0.019	-0.005	-0.053
Si	-2.791	-5.505	1.39	0.024	-0.005	-0.071
Si	-0.1	-2.751	1.211	0.009	-0.033	-0.035
Si	1.366	1.357	2.62	-0.01	-0.02	0.012
Si	4.068	4.074	2.7	-0.01	-0.001	0.031
Si	1.332	6.765	2.608	0.015	0.004	-0.003
Si	4.068	9.508	2.58	0.009	0.012	-0.014
Si	1.289	-4.081	2.65	-0.034	0.023	0.024
Si	4.075	-1.286	2.78	-0.045	0.005	0.027
Si	6.814	1.394	2.676	-0.02	-0.009	-0.009
Si	9.519	4.08	2.6	0.005	0.004	0.014
Si	6.885	6.764	2.656	-0.01	-0.012	0.024
Si	9.601	-6.758	2.615	-0.029	-0.005	0.029
Si	6.808	-4.21	2.725	0.055	-0.016	0.026
Si	9.516	-1.393	2.79	0.012	-0.002	0.045
Si	12.247	1.37	2.814	-0.01	-0.009	0.054
Si	15.031	4.154	2.821	0.011	-0.028	0.036
Si	12.201	6.838	2.732	-0.036	0.016	0.026
Si	14.981	9.588	2.658	-0.003	0.025	0.034
Si	12.292	12.238	2.618	0.017	0	-0.004
Si	15.039	-1.34	2.752	-0.006	-0.009	0.011
Si	17.69	1.438	2.755	0.001	0.009	0.053
Si	20.491	4.211	2.781	0.025	0.042	0.029
Si	17.68	6.924	2.76	-0.058	-0.009	-0.026
Si	20.456	-6.827	2.794	-0.009	0.01	-0.028
Si	17.792	-4.089	2.805	0.018	-0.007	0.032
Si	20.404	-1.194	2.978	-0.029	0.029	0.05
Si	23.034	1.402	3.078	-0.027	0.018	0.064
Si	25.872	4.159	3.04	-0.028	0.033	0.04
Si	23.222	6.636	2.946	0.072	-0.016	0.022
Si	25.933	-6.778	2.832	-0.011	-0.036	0.028
Si	23.107	-4.081	2.919	0.032	0.021	0.028
Si	25.811	-1.404	3.057	0.028	-0.011	0.077
Si	28.607	1.348	3.19	0.004	-0.025	0.067
Si	31.335	4.08	2.909	-0.009	0.007	0.024
Si	28.638	6.775	2.862	0.01	-0.016	0.009
Si	31.202	-6.795	2.696	-0.005	-0.016	0.037
Si	28.477	-4.008	2.803	-0.016	0.048	-0.002
Si	31.269	-1.322	2.905	0	0.006	0.028
Si	33.982	1.358	2.872	0.033	0.016	0.026
Si	36.759	4.119	2.808	0.009	-0.042	0.063
Si	34.007	6.958	2.885	-0.058	0.008	0.037
Si	36.722	-6.762	2.76	-0.005	0.033	0.012
Si	34.033	-4.085	2.898	0.025	-0.011	0.058
Si	36.813	-1.329	2.821	0.001	-0.029	0.042
Si	-25.768	1.514	2.68	-0.028	-0.004	0.014
Si	-23.126	4.175	2.594	-0.04	-0.001	-0.007
Si	-25.876	6.848	2.749	0.01	-0.029	0.037
Si	-23.081	-6.753	2.551	-0.003	-0.011	0.005
Si	-25.737	-4.055	2.611	-0.017	-0.008	0.017
Si	-23.052	-1.396	2.48	0.024	-0.05	-0.015
Si	-20.396	1.364	2.478	-0.003	0.005	0.008
Si	-17.61	4.031	2.67	0.026	-0.02	0.026
Si	-20.36	6.813	2.605	0.013	0.014	0.041
Si	-17.487	-6.841	2.633	0.021	-0.02	0.032
Si	-20.413	-4.134	2.613	-0.022	-0.004	-0.017
Si	-17.649	-1.446	2.422	-0.012	0.002	0.044
Si	-15.04	1.323	2.727	0.025	0.044	0.018
Si	-12.293	4.066	2.875	-0.004	0.006	0.041
Si	-14.967	6.723	2.745	-0.016	0.007	0.044
Si	-12.194	-6.825	2.736	0.01	0.024	0.013
Si	-14.857	-4.189	2.446	0.026	-0.024	-0.028
Si	-12.283	-1.3	2.752	-0.018	0.02	0.029
Si	-9.545	1.39	2.646	-0.013	0	-0.013
Si	-6.879	3.973	2.53	0.041	0.028	0
Si	-9.486	6.619	2.848	0.014	-0.038	0.037
Si	-6.824	-6.83	2.708	-0.006	-0.023	0.025
Si	-9.577	-4.144	2.799	-0.001	0.001	0.037
Si	-6.805	-1.405	2.76	-0.008	-0.004	0.024
Si	-4.19	1.368	2.708	-0.054	0.014	0.041
Si	-1.312	4.071	2.55	-0.023	-0.021	0.016
Si	-4.105	6.688	2.626	0.029	-0.015	0.022
Si	-1.462	-6.856	2.78	0	0.009	0.041
Si	-4.126	-4.125	2.721	0.001	0.003	0.009
Si	-1.378	-1.429	2.689	0.051	-0.012	0.01
Si	-0.002	-0.023	3.99	0.02	0.025	-0.03
Si	2.699	2.703	4.029	0.013	0.007	-0.014
Si	-0.012	5.413	3.987	-0.021	-0.03	-0.005
Si	2.714	8.136	3.95	0.009	-0.013	0.004
Si	-0.037	-5.461	4.041	0.023	0.002	-0.043
Si	2.664	-2.711	4.026	-0.01	-0.039	-0.037
Si	5.469	0.047	4.081	-0.005	0.006	0.006
Si	8.179	2.745	4.019	0.018	-0.002	0.012
Si	5.476	5.431	4.016	0.028	-0.02	-0.021
Si	8.217	-8.146	3.988	-0.007	0.015	-0.034
Si	5.404	-5.52	4.039	0.007	-0.008	0.009
Si	8.15	-2.794	4.076	0.005	0.009	-0.016
Si	10.885	-0.017	4.128	-0.029	0.015	-0.011
Si	13.634	2.753	4.122	-0.028	0.003	-0.027
Si	10.844	5.437	4.031	-0.015	0.006	-0.002
Si	13.621	8.201	4.038	0.042	0.011	-0.034
Si	10.941	10.891	4.018	-0.019	0	-0.003
Si	13.633	-2.728	4.041	-0.013	0.003	-0.017
Si	16.354	0.043	4.126	0.031	0.022	-0.023
Si	19.081	2.796	4.11	0.016	-0.02	-0.064
Si	16.373	5.52	4.145	0.009	-0.012	0.013
Si	19.05	-8.115	4.161	0.03	-0.004	0.015
Si	16.342	-5.427	4.098	0.014	-0.017	-0.045
Si	19.061	-2.684	4.206	-0.01	-0.013	-0.025
Si	21.734	0.045	4.413	0.037	-0.04	0.033
Si	24.483	2.765	4.335	-0.02	-0.006	-0.055
Si	21.792	5.419	4.301	-0.009	-0.02	0.019
Si	24.561	-8.172	4.19	-0.006	-0.027	-0.046
Si	21.752	-5.46	4.217	-0.019	0.006	-0.01
Si	24.455	-2.777	4.341	-0.006	0.004	0.002
Si	27.189	-0.042	4.398	0.005	-0.025	0.003
Si	30.013	2.769	4.367	0.017	0.022	-0.007
Si	27.266	5.51	4.309	0.025	-0.001	0.005
Si	29.966	-8.141	4.189	0.027	0.006	-0.014
Si	27.223	-5.407	4.23	-0.03	0.007	-0.027
Si	29.903	-2.721	4.203	-0.022	-0.004	-0.006
Si	32.647	0.024	4.256	-0.019	0.011	-0.011
Si	35.392	2.745	4.164	0.009	0.029	-0.028
Si	32.684	5.503	4.215	-0.002	-0.007	-0.041
Si	35.401	-8.059	4.213	0.005	-0.034	0.002
Si	32.607	-5.471	4.141	0.005	-0.001	-0.029
Si	35.439	-2.698	4.182	-0.005	0.019	-0.019
Si	-27.105	0.097	4.085	0.007	0.007	-0.031
Si	-24.413	2.821	4.049	-0.005	0.006	0.029
Si	-27.152	5.465	4.158	0.02	-0.011	-0.03
Si	-24.442	-8.087	4	-0.009	0.042	-0.036
Si	-27.124	-5.387	4.031	0.02	0.008	-0.009
Si	-24.392	-2.686	3.968	-0.022	0.041	0.001
Si	-21.705	-0.02	3.889	-0.005	0.006	-0.023
Si	-19.051	2.682	3.945	-0.031	-0.014	-0.004
Si	-21.724	5.475	3.984	-0.02	0.02	-0.002
Si	-18.974	-8.151	3.966	-0.005	0.009	-0.052
Si	-21.755	-5.447	4.003	-0.029	0.014	0.022
Si	-19.008	-2.726	3.897	0.022	-0.001	-0.017
Si	-16.411	-0.087	3.973	-0.016	-0.018	-0.052
Si	-13.658	2.651	4.12	-0.005	-0.019	-0.002
Si	-16.321	5.387	4.093	0.012	-0.023	-0.003
Si	-13.596	-8.188	4.056	0.008	-0.007	-0.021
Si	-16.201	-5.434	3.971	0.024	-0.008	0.01
Si	-13.628	-2.783	3.964	-0.04	-0.026	-0.036
Si	-10.891	0.043	4.057	0.007	0.007	0.003
Si	-8.173	2.688	4.027	-0.012	0.023	-0.014
Si	-10.912	5.392	4.207	0.002	-0.008	0.012
Si	-8.138	-8.225	4.088	-0.028	0.025	-0.04
Si	-10.911	-5.479	4.15	0.012	-0.006	0.016
Si	-8.177	-2.767	4.095	0.007	0.006	-0.011
Si	-5.476	-0.015	4.098	0.01	0.006	-0.013
Si	-2.72	2.73	3.954	0.007	0.003	-0.046
Si	-5.506	5.345	3.948	-0.026	0.017	-0.032
Si	-2.806	8.063	4.062	-0.029	0.012	-0.009
Si	-5.476	-5.482	4.079	-0.02	-0.009	-0.015
Si	-2.742	-2.765	4.054	-0.01	0.006	-0.004
Si	1.341	-1.366	16.227	0.013	0.005	0.011
Si	4.043	1.293	16.211	-0.017	0	0.01
Si	1.379	4.058	16.132	-0.001	0.004	0.013
Si	4.008	6.753	16.227	-0.008	-0.004	-0.002
Si	1.34	-6.837	16.249	0.02	-0.011	0.022
Si	4.04	-4.122	16.21	0.008	0.008	-0.01
Si	6.739	-1.434	16.259	-0.004	0.006	0.023
Si	9.438	1.3	16.234	-0.021	-0.012	0.002
Si	6.709	4.027	16.25	-0.019	-0.005	0.014
Si	9.474	-9.546	16.222	0.004	-0.01	-0.009
Si	6.761	-6.794	16.28	0.003	0.012	0.033
Si	9.471	-4.153	16.309	-0.004	0.006	0.015
Si	12.173	-1.432	16.243	-0.005	-0.016	-0.003
Si	14.941	1.337	16.272	-0.003	-0.008	-0.009
Si	12.213	4.056	16.26	0.009	0.007	-0.007
Si	14.877	6.764	16.375	-0.012	0.017	0.007
Si	12.188	9.452	16.338	-0.004	0.013	0.005
Si	14.889	-4.148	16.298	-0.013	-0.006	0.003
Si	17.611	-1.406	16.303	-0.006	0.014	-0.001
Si	20.392	1.379	16.313	-0.006	0.009	0.004
Si	17.65	4.056	16.353	0.004	0.014	0.026
Si	20.331	-9.587	16.403	-0.003	-0.024	0.012
Si	17.601	-6.919	16.377	-0.022	-0.001	0.024
Si	20.348	-4.172	16.353	-0.009	0.007	-0.009
Si	23.152	-1.388	16.399	-0.005	0.032	0.019
Si	25.783	1.276	16.334	-0.026	0.004	0.005
Si	23.05	4.069	16.342	-0.013	0.001	0.001
Si	25.798	-9.485	16.356	0.006	-0.028	-0.011
Si	23.06	-6.827	16.419	-0.013	-0.004	0.019
Si	25.826	-4.055	16.469	0.011	0.025	0.024
Si	28.528	-1.445	16.415	-0.01	-0.023	0.026
Si	31.333	1.351	16.389	0.001	0.017	0.011
Si	28.608	4.064	16.316	0.021	-0.012	-0.026
Si	31.335	-9.475	16.331	0.006	-0.003	0.004
Si	28.523	-6.747	16.392	0.013	0.004	0.012
Si	31.266	-4.121	16.431	-0.002	-0.032	0.019
Si	34.096	-1.304	16.395	0.017	0.009	0.002
Si	36.863	1.412	16.408	0.005	0.007	0.017
Si	34.109	4.102	16.34	0.019	0.006	0
Si	36.775	-9.515	16.399	-0.017	-0.011	0.017
Si	34.049	-6.789	16.441	-0.008	0.001	0.018
Si	36.824	-4.062	16.408	-0.023	-0.003	0.004
Si	-25.742	-1.353	16.366	0.01	-0.022	0.005
Si	-23.002	1.397	16.34	-0.001	0.006	0.018
Si	-25.763	4.108	16.384	-0.009	-0.023	0.014
Si	-23.039	-9.439	16.358	0.015	-0.017	0.01
Si	-25.72	-6.747	16.41	-0.017	0.02	0.008
Si	-23.025	-4.002	16.356	-0.001	-0.012	0.016
Si	-20.306	-1.338	16.338	-0.017	0.002	0.014
Si	-17.544	1.431	16.271	0.009	0.015	0.013
Si	-20.297	4.182	16.284	0.015	0.011	-0.023
Si	-17.547	-9.425	16.337	0.008	0.005	0.021
Si	-20.279	-6.714	16.314	0.006	0.02	0.004
Si	-17.602	-4.042	16.395	-0.002	-0.004	0.014
Si	-14.845	-1.32	16.316	0.015	0.021	-0.001
Si	-12.197	1.41	16.351	-0.005	0.014	0.016
Si	-14.831	4.17	16.34	0.026	0.008	-0.007
Si	-12.217	-9.455	16.39	-0.003	-0.015	0.026
Si	-14.898	-6.738	16.366	-0.008	0.005	0.009
Si	-12.185	-4.057	16.351	0.004	0	0.012
Si	-9.461	-1.317	16.345	0.014	0.02	0.012
Si	-6.829	1.344	16.266	-0.009	-0.034	0.022
Si	-9.506	4.107	16.276	0.027	-0.008	-0.005
Si	-6.798	6.834	16.229	0.029	-0.028	-0.017
Si	-9.514	-6.747	16.37	0.014	0.007	0.004
Si	-6.809	-4.057	16.355	-0.009	-0.011	0.024
Si	-4.102	-1.39	16.237	-0.006	-0.009	0.013
Si	-1.352	1.316	16.169	-0.012	-0.01	-0.011
Si	-4.078	4.114	16.193	0.004	0.018	-0.012
Si	-1.407	6.795	16.128	-0.004	-0.002	-0.007
Si	-4.095	9.577	16.239	0.038	-0.003	0.02
Si	-1.415	-4.112	16.237	-0.03	-0.011	-0.001
Si	2.753	-0.08	17.62	0.026	-0.017	0.051
Si	5.314	2.669	17.61	0.014	0.041	0.009
Si	2.67	5.365	17.595	0.016	-0.037	0.012
Si	5.317	8.175	17.545	-0.044	-0.011	-0.014
Si	2.703	-5.449	17.596	0.011	-0.041	0
Si	5.368	-2.807	17.615	-0.024	-0.026	-0.014
Si	8.083	-0.065	17.604	0.005	-0.007	0.046
Si	10.826	2.676	17.524	0.037	0.028	0.003
Si	8.093	5.424	17.53	0.016	0.008	-0.001
Si	10.831	-8.278	17.66	0.019	0.004	0.013
Si	8.106	-5.467	17.724	-0.02	0.004	0.063
Si	10.88	-2.822	17.641	0.042	0.008	-0.002
Si	13.551	-0.055	17.529	0.013	0.002	-0.027
Si	16.246	2.719	17.675	-0.008	-0.034	0.025
Si	13.526	5.373	17.72	-0.019	-0.012	-0.007
Si	16.216	8.082	17.794	-0.002	0.01	0.053
Si	13.547	10.826	17.694	0.01	-0.018	-0.007
Si	16.25	-2.801	17.641	-0.019	-0.002	0.038
Si	18.964	0.037	17.568	0.001	-0.006	-0.015
Si	21.766	2.674	17.743	-0.004	0.009	-0.018
Si	19.047	5.305	17.792	0.032	-0.01	0.058
Si	21.656	-8.197	17.759	0.022	0.02	0.007
Si	18.994	-5.581	17.699	0.021	0.003	-0.03
Si	21.761	-2.814	17.638	-0.017	-0.052	-0.005
Si	24.488	-0.041	17.839	0.012	-0.005	0.009
Si	27.179	2.67	17.549	0.047	0	-0.013
Si	24.353	5.507	17.648	0	0.006	0.009
Si	27.142	-8.108	17.71	-0.043	0.01	0.018
Si	24.411	-5.429	17.759	-0.003	-0.006	0.008
Si	27.18	-2.738	17.928	0.018	-0.001	0.024
Si	29.911	-0.057	17.672	0.012	0.008	-0.004
Si	32.756	2.742	17.676	-0.017	-0.007	-0.007
Si	30	5.439	17.628	0.006	-0.017	0.005
Si	32.61	-8.126	17.782	0.005	0.012	-0.005
Si	29.833	-5.438	17.849	0.001	0.025	0.011
Si	32.672	-2.698	17.65	-0.004	0.016	-0.029
Si	35.511	0.051	17.761	-0.015	-0.018	0.017
Si	38.225	2.748	17.834	-0.021	0.023	0.062
Si	35.407	5.437	17.782	-0.016	-0.034	0.064
Si	38.176	-8.157	17.711	0.024	0	-0.01
Si	35.466	-5.436	17.767	0.008	0.031	-0.015
Si	38.203	-2.713	17.773	0.002	-0.026	0.023
Si	-24.35	-0.004	17.685	0.027	0	-0.025
Si	-21.631	2.821	17.636	-0.022	-0.009	0.045
Si	-24.425	5.515	17.702	0.004	0.02	-0.023
Si	-21.655	-8.028	17.658	-0.046	-0.02	-0.015
Si	-24.358	-5.331	17.763	-0.001	0.017	0.035
Si	-21.677	-2.659	17.754	0.001	0.013	0.007
Si	-18.866	0.031	17.592	0.013	0.004	-0.011
Si	-16.161	2.774	17.639	-0.021	-0.033	0.019
Si	-18.949	5.564	17.641	-0.001	-0.001	0.027
Si	-16.187	-8.101	17.78	0.006	-0.003	0.016
Si	-18.946	-5.425	17.778	-0.006	-0.019	0.046
Si	-16.188	-2.649	17.689	-0.011	-0.029	-0.015
Si	-13.49	-0.003	17.732	-0.011	-0.022	0.022
Si	-10.856	2.813	17.693	0.006	0.009	0.026
Si	-13.551	5.536	17.821	-0.044	0	0.018
Si	-10.88	-8.075	17.762	-0.023	-0.01	0.04
Si	-13.546	-5.386	17.744	0.039	0.003	0
Si	-10.811	-2.686	17.686	-0.02	-0.018	-0.032
Si	-8.103	0.01	17.761	0.024	-0.031	0.024
Si	-5.464	2.769	17.504	0	0.028	-0.002
Si	-8.151	5.496	17.59	-0.014	0.026	0.006
Si	-5.406	8.168	17.56	-0.015	-0.038	0.009
Si	-8.157	-5.402	17.765	-0.018	0.01	0.043
Si	-5.427	-2.689	17.696	0.02	0.033	0.04
Si	-2.715	-0.032	17.529	0.041	0.005	0.009
Si	0.066	2.667	17.442	0.037	0.008	-0.001
Si	-2.728	5.489	17.541	-0.032	-0.017	0.04
Si	-0.055	-8.252	17.515	0.002	-0.018	0.003
Si	-2.794	-5.39	17.672	-0.023	0.035	0.071
Si	-0.069	-2.712	17.531	0.005	0.015	0.001
Si	1.39	1.347	18.873	0.028	0.026	-0.03
Si	3.945	3.986	19.043	-0.022	-0.034	-0.013
Si	1.249	6.687	18.911	-0.054	0.012	-0.025
Si	4.006	-6.828	19.004	0.019	-0.006	0.002
Si	1.306	-4.04	18.852	0.008	0.037	-0.029
Si	4.054	-1.502	19.055	-0.036	0.005	0.008
Si	6.644	1.267	18.93	-0.014	0.009	-0.037
Si	9.456	4.036	18.836	0.006	0.002	-0.046
Si	6.689	6.802	18.809	-0.014	-0.007	-0.035
Si	9.529	-6.884	19.004	0.018	0.003	-0.017
Si	6.663	-4.103	19.076	-0.002	-0.012	0.011
Si	9.48	-1.461	18.905	-0.002	-0.015	-0.037
Si	12.206	1.316	18.838	0.008	-0.01	-0.049
Si	14.854	3.995	19.104	0	0.007	0.03
Si	12.099	-9.682	19.102	-0.034	0.007	-0.015
Si	14.82	9.493	19.154	0.025	-0.028	-0.015
Si	12.256	-4.12	19.099	-0.009	0.036	-0.009
Si	14.87	-1.386	18.917	-0.031	-0.009	-0.029
Si	17.668	1.4	18.981	0.031	0.024	0.012
Si	20.465	3.939	19.219	-0.056	0.02	0.02
Si	17.567	6.593	19.077	-0.027	-0.003	-0.034
Si	20.279	-6.914	19.18	0.001	-0.017	0.035
Si	17.586	-4.242	18.958	-0.051	0.007	-0.022
Si	20.379	-1.348	18.766	0.013	0.027	-0.022
Si	23.133	1.373	19.16	-0.019	0.024	0.033
Si	25.792	4.085	18.759	-0.017	-0.002	-0.067
Si	22.985	-9.536	19.136	0.002	-0.007	0.009
Si	25.736	-6.79	19.124	0.02	0	0.008
Si	23.004	-4.146	19.155	-0.025	0.005	0.005
Si	25.805	-1.367	19.324	0.023	-0.001	0.029
Si	28.446	1.273	18.928	-0.036	-0.034	-0.046
Si	31.371	4.09	18.993	0.022	0.037	-0.043
Si	28.597	-9.508	18.892	0.028	0.024	-0.055
Si	31.164	-6.833	19.19	0.01	-0.054	-0.029
Si	28.503	-4.13	19.357	-0.013	0.001	0.044
Si	31.279	-1.41	19.023	-0.026	-0.042	-0.026
Si	34.141	1.447	19.069	0.032	0.044	-0.028
Si	36.841	4.151	19.193	0.012	-0.011	-0.058
Si	33.91	-9.568	19.099	-0.007	-0.024	-0.031
Si	36.833	-6.861	19.104	-0.043	0.014	-0.025
Si	34.052	-3.998	18.993	0.004	0.013	-0.038
Si	36.894	-1.311	19.127	0.01	0.011	0.004
Si	39.685	1.325	19.124	-0.022	0.029	-0.033
Si	-23.017	4.181	18.991	-0.024	-0.002	-0.026
Si	39.526	-9.46	19.131	-0.015	-0.043	-0.008
Si	-22.923	-6.646	19.081	0.054	0.01	-0.031
Si	39.546	-4.045	19.208	0.003	-0.013	-0.01
Si	-23.055	-1.306	19.147	-0.035	0.002	-0.022
Si	-20.199	1.424	18.867	0.009	0.013	-0.03
Si	-17.508	4.214	18.898	0.004	0.02	-0.056
Si	-20.286	-9.345	19.002	0.028	-0.012	-0.039
Si	-17.557	-6.797	19.167	-0.033	0.01	-0.037
Si	-20.305	-4.013	19.103	-0.012	-0.029	-0.029
Si	-17.476	-1.227	19.022	0.036	0.051	-0.006
Si	-14.831	1.402	19.047	-0.022	0.006	-0.033
Si	-12.121	4.213	19.147	0.038	0.002	-0.011
Si	-14.858	-9.39	19.282	0.023	-0.003	0.009
Si	-12.26	-6.728	19.193	-0.016	-0.022	-0.011
Si	-14.86	-3.981	19.099	-0.004	0.024	-0.002
Si	-12.108	-1.375	19.124	0.005	0.018	-0.007
Si	-9.524	1.421	19.024	-0.018	-0.001	-0.03
Si	-6.767	4.145	18.892	0.033	-0.034	-0.007
Si	-9.466	6.84	19.012	-0.005	-0.02	-0.032
Si	-6.701	9.491	18.975	-0.002	-0.003	-0.006
Si	-9.522	-3.981	19.144	0.008	-0.007	0.011
Si	-6.686	-1.343	19.172	0.002	0.026	0.005
Si	-4.067	1.411	18.762	-0.059	0.014	-0.044
Si	-1.256	4.085	18.702	0.025	0.048	-0.07
Si	-4.085	6.836	18.968	0.015	-0.01	-0.004
Si	-1.415	-6.894	18.833	-0.019	-0.023	-0.05
Si	-4.104	-3.975	19.162	0.038	-0.014	0.011
Si	-1.416	-1.399	18.941	-0.017	-0.035	0.001
Si	-0.015	0.01	20.136	0.033	0.003	0.035
Si	2.602	2.57	20.484	0.068	0.028	0.058
Si	0	5.229	20.289	0.06	-0.01	0.064
Si	2.463	8.155	20.222	-0.017	0.056	0.03
Si	-0.085	-5.453	20.035	-0.03	0.012	0.025
Si	2.52	-2.769	20.408	0.008	0.07	0.039
Si	5.437	-0.13	20.418	-0.007	-0.028	0.014
Si	8.067	2.683	20.101	-0.029	0.03	0.044
Si	5.371	5.462	20.189	0.007	-0.029	0.048
Si	8.026	8.092	20.214	0.013	0.031	0.002
Si	5.337	-5.517	20.499	-0.023	-0.022	0.038
Si	8.106	-2.699	20.339	-0.042	0.001	0.037
Si	10.866	-0.052	20.138	-0.002	-0.02	0.06
Si	13.44	2.59	20.368	0.029	-0.001	0.061
Si	10.706	5.215	20.431	0.044	0.05	0.076
Si	13.441	-8.319	20.456	0.013	0.016	0.032
Si	10.916	-5.55	20.414	0.028	-0.037	0.056
Si	13.619	-2.681	20.444	-0.036	0.011	0.046
Si	16.244	0.026	20.175	-0.073	0.024	0.026
Si	19.071	2.509	20.54	0.062	0.002	0.043
Si	16.299	5.183	20.535	0.043	-0.018	0.045
Si	18.879	7.945	20.447	0.033	0	0.072
Si	16.245	10.877	20.514	-0.058	-0.054	0.022
Si	19.023	-2.748	19.993	0.027	-0.019	-0.028
Si	21.661	-0.121	20.278	0.042	-0.016	0.042
Si	24.609	2.875	20.317	-0.019	-0.014	0.072
Si	21.789	5.367	20.627	-0.019	-0.054	0.029
Si	24.286	-8.098	20.47	-0.014	0.052	0.004
Si	21.621	-5.538	20.574	0.036	-0.016	0.039
Si	24.335	-2.797	20.592	-0.02	0.035	0.063
Si	27.219	0.109	20.616	-0.018	-0.011	0.099
Si	29.861	2.685	20.059	0.008	0.019	-0.017
Si	27.124	5.457	20.029	-0.033	0.027	0.01
Si	29.771	-8.307	20.52	0.051	0.005	0.102
Si	27.026	-5.569	20.686	-0.008	0.038	0.104
Si	29.971	-2.674	20.598	0.012	0.011	0.057
Si	32.686	0.039	20.211	0.001	0.029	0.012
Si	35.455	2.767	20.558	0.012	0.044	0.078
Si	32.543	5.426	20.569	-0.005	0.003	0.037
Si	35.356	-8.243	20.354	0.007	-0.032	-0.002
Si	32.574	-5.307	20.291	-0.057	0.068	0.036
Si	35.439	-2.644	20.388	-0.048	0.034	0.025
Si	38.34	-0.037	20.535	0.061	-0.023	0.073
Si	41.099	2.731	20.424	0.022	-0.068	-0.032
Si	38.227	5.537	20.616	-0.019	-0.025	0.042
Si	40.953	-8.019	20.328	-0.029	0.029	0.067
Si	38.245	-5.568	20.525	0.133	0.02	0.01
Si	40.897	-2.666	20.637	0.015	-0.008	0.088
Si	-21.575	0.168	20.249	-0.048	-0.006	0.029
Si	-18.811	2.789	20.156	0.007	-0.039	0.043
Si	-21.683	5.625	20.27	-0.015	0.061	0.062
Si	-18.961	-8.143	20.559	0.01	0.037	0.039
Si	-21.606	-5.339	20.592	0.006	0.028	0.049
Si	-18.823	-2.613	20.284	-0.004	-0.038	0.036
Si	-16.184	0.105	20.507	0.009	0.009	0.054
Si	-13.429	2.734	20.397	0.021	-0.058	0.06
Si	-16.347	5.53	20.471	-0.046	0.002	0.06
Si	-13.518	-8.024	20.791	-0.025	0.003	0.082
Si	-16.202	-5.34	20.453	-0.026	-0.029	0.049
Si	-13.496	-2.681	20.537	0.02	0.008	0.035
Si	-10.755	0.018	20.477	0.022	-0.054	0.02
Si	-8.182	2.887	20.243	-0.041	0.038	0.034
Si	-10.803	5.652	20.542	-0.014	-0.006	0.053
Si	-8.044	8.148	20.334	0.007	-0.02	0.063
Si	-10.936	-5.302	20.526	-0.029	0.038	0.036
Si	-8.083	-2.751	20.577	0.005	0.015	0.006
Si	-5.265	0.229	20.343	-0.043	-0.032	0.002
Si	-2.631	2.763	19.945	-0.009	0.01	0.055
Si	-5.433	5.442	20.318	0.017	0.027	0.056
Si	-2.682	-8.163	20.337	-0.015	-0.011	0.082
Si	-5.454	-5.492	20.432	0.058	0.027	0.038
Si	-2.712	-2.542	20.569	-0.019	-0.024	0.027
Si	1.28	-1.141	21.676	0.014	-0.233	-0.597
Si	3.722	0.839	21.703	0.003	0.225	-0.738
Si	0.859	3.556	21.814	0.253	0.14	-0.723
Si	3.912	6.827	21.403	0.069	-0.036	-0.627
Si	1.243	-6.589	21.544	-0.009	-0.246	-0.672
Si	3.547	-4.443	21.688	0.183	0.131	-0.708
Si	7.273	-0.946	21.754	-0.084	-0.131	-0.693
Si	9.464	1.322	21.357	0.017	0.007	-0.469
Si	6.895	4.184	21.429	-0.15	-0.028	-0.711
Si	8.983	6.414	21.499	0.235	-0.01	-0.743
Si	7.104	-6.66	21.715	-0.322	-0.118	-0.671
Si	9.27	-4.342	21.519	0.063	0.002	-0.707
Si	12.424	-0.998	21.604	-0.033	-0.319	-0.753
Si	14.75	1.092	21.619	0.132	0.226	-0.734
Si	11.709	3.458	21.736	0.037	0.205	-0.685
Si	15.046	-9.538	21.68	-0.12	-0.119	-0.705
Si	12.258	-6.861	21.904	-0.211	-0.156	-0.628
Si	15.406	-3.538	21.763	-0.082	-0.172	-0.741
Si	17.675	-1.399	21.261	-0.096	0.057	-0.458
Si	20.034	0.674	21.752	0.123	0.324	-0.673
Si	17.889	3.953	21.94	-0.24	-0.137	-0.741
Si	19.974	6.342	21.806	0.135	0.023	-0.876
Si	17.236	9.06	21.697	0.106	0.098	-0.748
Si	20.414	-3.77	21.514	0.073	-0.216	-0.661
Si	22.648	-1.623	21.757	0.285	0.118	-0.73
Si	26.242	1.98	21.758	-0.078	-0.275	-0.766
Si	23.732	4.509	21.78	-0.268	-0.039	-0.796
Si	25.819	-9.537	21.416	-0.026	0.06	-0.507
Si	23.09	-6.716	22.059	-0.131	-0.119	-0.666
Si	25.314	-4.451	21.945	0.127	-0.044	-0.765
Si	28.973	-0.914	21.843	-0.199	-0.193	-0.794
Si	31.107	1.267	21.366	-0.018	-0.046	-0.603
Si	28.451	4.049	21.263	0.03	-0.073	-0.522
Si	30.635	-10.068	21.885	0.328	0.261	-0.716
Si	28.039	-7.41	21.839	0.012	0.186	-0.775
Si	31.74	-3.697	21.82	-0.36	-0.188	-0.767
Si	33.871	-1.359	21.623	0.256	0.058	-0.631
Si	37.203	1.624	21.688	-0.282	-0.045	-0.795
Si	34.29	4.423	21.824	-0.127	-0.202	-0.823
Si	36.514	-9.638	21.852	0.185	0.073	-0.696
Si	34.098	-6.593	21.395	-0.18	-0.303	-0.614
Si	36.487	-4.432	21.494	0.257	0.248	-0.725
Si	39.693	-1.268	22.173	-0.091	-0.092	-0.756
Si	42.957	1.859	21.701	-0.366	-0.137	-0.768
Si	39.484	3.812	21.698	0.08	0.35	-0.734
Si	42.346	-9.258	21.669	0.123	-0.095	-0.687
Si	39.923	-6.645	21.92	-0.393	-0.155	-0.618
Si	42.037	-4.266	21.945	0.27	0.251	-0.698
Si	-20.263	-1.277	21.461	0.159	0.122	-0.696
Si	-17.302	1.83	21.686	-0.157	-0.317	-0.792
Si	-20.244	4.162	21.3	0.051	0.035	-0.567
Si	-18.146	-9.959	21.881	0.228	0.129	-0.75
Si	-19.893	-6.386	21.859	-0.338	-0.279	-0.771
Si	-17.71	-4.086	21.71	0.181	0.182	-0.766
Si	-14.565	-1.035	21.826	-0.252	-0.077	-0.789
Si	-12.315	1.161	21.797	0.14	0.145	-0.78
Si	-15.034	3.944	21.54	0.036	0.07	-0.815
Si	-11.633	7.375	22.027	-0.213	-0.088	-0.794
Si	-14.867	-6.435	22.039	0.033	-0.223	-0.693
Si	-12.54	-4.273	22.033	0.159	0.087	-0.747
Si	-9.001	-0.935	21.794	-0.371	-0.344	-0.551
Si	-6.858	1.511	21.518	0.221	0.179	-0.621
Si	-9.234	4.393	21.716	-0.139	-0.118	-0.749
Si	-6.971	6.563	21.733	0.178	0.12	-0.755
Si	-9.427	9.58	21.54	-0.032	-0.029	-0.524
Si	-7.154	-4.588	21.804	-0.026	0.06	-0.723
Si	-3.646	-0.635	21.815	-0.031	-0.195	-0.722
Si	-1.368	1.431	21.345	0.051	0.037	-0.535
Si	-3.696	4.238	21.34	-0.229	0.063	-0.722
Si	-1.549	6.438	21.497	0.071	0.202	-0.795
Si	-3.741	-6.523	21.688	-0.139	-0.238	-0.753
Si	-1.472	-4.332	21.503	-0.037	0.347	-0.759
Si	3.674	-5.064	-7.29	0.107	-0.096	0.006
Si	5.211	2.612	23.626	-0.072	0.048	-0.143
Si	2.894	4.784	23.574	-0.117	-0.005	-0.112
Si	4.93	-4.594	24.213	0.076	-0.009	0.005
Si	3.891	6.802	25.771	0	-0.016	-0.128
Si	5.172	-1.545	-4.849	0.05	0.008	0.01
Si	8.092	3.821	-2.484	-0.009	-0.008	-0.014
Si	10.415	-0.936	-4.288	-0.044	-0.041	0.032
Si	11.774	-1.255	24.608	0.099	0.046	-0.124
Si	9.804	-2.321	-6.65	0.032	0.146	-0.099
Si	17.776	-7.648	-2.889	-0.006	0.047	0.019
Si	14.259	-5.336	23.781	0.055	-0.016	-0.075
Si	13.392	-6.693	-5.435	-0.099	0.001	0.011
Si	16.644	1.886	24.032	0.03	0.063	-0.209
Si	13.005	5.44	23.629	0.089	-0.104	-0.093
Si	18.967	-7.715	26.148	0.084	-0.149	-0.174
Si	10.72	7.522	23.663	0.041	0.163	0.003
Si	22.31	6.866	-5.871	-0.025	0.081	-0.01
Si	12.554	-2.667	-7.095	0.102	-0.009	-0.122
Si	22.115	0.324	24.033	-0.121	-0.039	-0.401
Si	27.443	5.468	-1.757	-0.017	-0.017	0.088
Si	17.145	-5.99	24.37	-0.039	-0.035	-0.063
Si	17.959	-0.851	25.103	-0.018	0.056	-0.061
Si	22.079	4.291	-7.254	0.012	-0.093	0.066
Si	24.268	2.534	24.003	0.028	-0.005	-0.275
Si	28.735	-6.175	24.574	-0.055	0.019	-0.112
Si	21.383	7.845	24.22	0.134	0.211	-0.065
Si	26.215	6.377	-6.961	-0.08	0.074	0.101
Si	26.049	7.997	-4.506	0.026	0.01	-0.154
Si	28.756	-1.838	24.842	0.118	0.014	-0.123
Si	28.268	4.373	-4.358	0.082	0.04	0.051
Si	31.892	2.98	-6.715	0.039	-0.102	-0.027
Si	-28.639	-8.021	24.562	-0.024	-0.08	-0.117
Si	30.765	5.524	24.725	-0.093	0.078	-0.022
Si	-31.309	-6.347	24.196	-0.093	0.025	0.009
Si	26.555	-3.879	24.643	0.074	0.036	-0.075
Si	-29.718	-3.064	-3.403	-0.056	-0.056	0.05
Si	-28.191	0.846	24.674	0.042	0.036	-0.024
Si	-26.378	-1.614	25.056	-0.142	-0.088	-0.198
Si	30.307	6.792	-4.757	0.046	-0.058	0.04
Si	-29.445	-5.892	-7.026	0.156	0.021	0.054
Si	-29.574	-3.969	24.196	-0.149	-0.065	-0.007
Si	-23.316	0.097	23.965	-0.016	-0.073	-0.19
Si	-23.996	2.165	26.127	-0.08	0.095	-0.019
Si	-29.171	4.04	-3.995	0.082	0.004	-0.07
Si	-23.247	-6.595	26.199	0.066	0.029	0.117
Si	-31.282	-4.505	-5.348	-0.091	0.001	0.136
Si	-19.849	-3.035	26.162	0.006	0.045	-0.078
Si	-18.6	0.15	23.74	0.043	0.045	-0.121
Si	-14.783	4.688	24.35	0.091	0.007	-0.051
Si	-17.232	6.413	24.795	-0.099	0.005	0.017
Si	-22.743	4.894	-7.065	-0.101	0.135	-0.1
Si	-21.732	-2.584	23.729	-0.085	0.02	0.029
Si	-16.471	-2.214	23.937	0.06	0.019	-0.212
Si	-14.436	-3.051	-7.355	0.025	-0.034	-0.122
Si	-12.441	6.344	24.986	0.145	0.024	-0.102
Si	-12.415	5.614	-6.31	0.014	-0.082	0.075
Si	-9.73	2.599	-2.891	-0.061	0.05	0.299
Si	-16.177	-7.021	24.917	-0.001	0.018	-0.151
Si	-10.264	2.379	23.875	-0.017	0.002	-0.16
Si	-5.924	-8.022	-7.079	0.109	0.002	0.011
Si	-8.453	-0.035	24.415	0.033	-0.089	-0.018
Si	-12.422	-3.233	-5.102	0.061	0.071	0.173
Si	-5.589	6.361	24.377	0.131	-0.062	-0.099
Si	-4.448	1.492	26.114	0.002	0.03	0.04
Si	-6.422	-3.716	24.681	0.018	0.004	-0.007
Si	-0.617	2.076	-6.487	0.001	-0.04	0.09
Si	1.204	4.763	-3.152	-0.004	0.042	0.131
Si	-3.534	-7.727	24.489	0.06	-0.014	-0.123
Si	0.096	-2.974	23.781	-0.117	0.059	0.008
Si	-0.472	-8.136	23.734	-0.091	0.077	-0.087
Si	-1.6	-1.267	-4.33	-0.036	0.046	0.022
Si	2.939	-3.696	-4.839	-0.031	-0.007	0.039
Si	5.561	3.526	-6.769	0.03	0.152	-0.082
Si	-0.043	5.046	-7.291	0.146	-0.061	-0.029
Si	5.189	7.715	-4.924	-0.046	-0.014	0.13
Si	0.592	-2.309	-6.243	0.006	0.05	0.053
Si	5.2	-7.619	23.638	0.201	-0.116	-0.05
Si	7.517	-3.693	-5.092	0.015	0.051	0.089
Si	15.447	0.934	-2.66	-0.026	-0.03	0.005
Si	4.865	0.573	-7.128	-0.073	0.013	0.03
Si	6.18	-6.781	-2.957	0.065	-0.109	0.153
Si	9.795	-5.874	26.073	-0.087	-0.072	0.043
Si	9.844	-3.437	24.346	0.005	0.034	-0.057
Si	13.871	0.017	-7.012	-0.023	0.043	-0.126
Si	8.959	7.639	26.103	-0.108	-0.189	-0.093
Si	12.166	-5.456	-2.862	0	-0.131	0.09
Si	13.11	3.071	-7.137	0.154	0.061	0.055
Si	13.574	-0.642	-4.163	-0.057	0.012	0.08
Si	14.938	-4.288	-6.331	0.138	-0.021	0.018
Si	15.388	3.681	-3.866	-0.135	-0.05	-0.027
Si	19.466	7.728	-5.305	-0.133	0.06	-0.02
Si	24.255	1.989	-7.245	-0.065	0.103	0.055
Si	21.603	-7.339	-2	-0.068	-0.138	0.235
Si	18.777	-3.62	24.083	-0.009	0.094	-0.06
Si	19.599	-3.129	-7.047	-0.045	-0.046	-0.084
Si	24.119	1.805	-4.281	-0.056	-0.076	0.02
Si	27.567	-1.272	-2.386	0.032	-0.007	0.175
Si	19.045	-6.083	-6.901	-0.062	0.082	0.038
Si	24.323	-7.712	-6.802	0.093	-0.025	0.066
Si	26.645	0.495	-4.433	-0.089	-0.133	0.044
Si	26.988	-6.335	-2.727	-0.048	0.028	0.147
Si	29.097	0.117	-5.696	0.065	-0.017	-0.062
Si	31.548	0.049	-7.249	0.007	-0.045	0.13
Si	26.972	3.506	-7.136	0.139	0.037	-0.121
Si	25.113	-1.847	-3.512	0.087	0.065	-0.019
Si	24.761	-4.528	-2.758	-0.091	0.089	0.172
Si	28.628	-3.904	-3.8	0	-0.051	0.077
Si	-26.763	0.237	-5.112	0.034	0.023	-0.16
Si	-28.343	-7.159	-4.342	-0.057	0.121	0.116
Si	-25.881	-7.427	24.944	0.193	0.037	-0.104
Si	-30.537	-0.94	24.461	0.046	0.081	-0.1
Si	31.414	-3.711	-2.555	-0.083	0.115	0.134
Si	30.965	-4.099	24.836	0.08	0.181	-0.038
Si	-30.721	4.741	-6.48	-0.1	0.096	0.065
Si	-26.303	3.112	-4.479	-0.122	0.031	-0.048
Si	-23.164	-7.5	-4.84	-0.006	0.161	-0.198
Si	-23.928	5.06	23.692	-0.013	-0.037	-0.137
Si	-21.471	-7.599	24.023	-0.11	-0.062	-0.048
Si	-25.466	-3.857	-6.334	-0.07	-0.029	0.064
Si	-19.905	1.24	-4.404	-0.025	-0.128	-0.01
Si	-10.972	-0.033	-1.893	0.04	-0.059	0.072
Si	-19.97	2.011	-7.297	0.147	-0.034	0.034
Si	-21.267	6.412	-4.956	0.101	0.078	-0.011
Si	-19.282	-8.059	-6.731	-0.052	-0.061	-0.062
Si	-18.435	2.885	-2.219	0.039	-0.017	0.116
Si	-20.107	-2.534	-7.048	0.009	0.012	0.058
Si	-10.275	-5.615	-1.915	0.032	-0.05	0.108
Si	-12.515	1.38	-7.258	-0.119	0.006	0.023
Si	-14.874	-7.203	-3.103	-0.046	-0.046	0.172
Si	-12.033	-3.355	25.036	-0.133	-0.077	-0.045
Si	-7.22	1.172	-3.16	0.038	-0.115	0.064
Si	-5.373	-0.897	24.537	-0.068	0.155	-0.145
Si	-16.565	-5.021	-6.712	-0.057	0.113	-0.126
Si	-10.623	3.131	-5.639	-0.009	-0.105	-0.014
Si	-6.212	6.575	-2.716	-0.025	0.063	0.092
Si	-7.743	3.915	-6.308	0.075	-0.057	-0.004
Si	1.879	-2.236	25.765	-0.035	-0.102	-0.013
Si	-7.133	-1.263	-5.062	-0.101	-0.025	0.08
Si	-5.278	3.24	23.604	-0.164	0.013	-0.13
Si	-3.215	0.513	-6.193	0.118	-0.002	0.028
Si	-1.4	-6.109	-6.954	0.089	0.006	-0.134
Si	-5.009	-7.007	-2.743	-0.006	0.08	0.037
Si	-5.437	-3.569	-4.168	0.131	0.073	0.058
Si	0.939	1.988	-4.011	-0.078	-0.066	-0.038
Si	1.865	0.499	-6.328	-0.123	-0.005	0.011
Si	0.026	0.107	-2.048	-0.029	-0.07	0.091
Si	6.964	-2.568	24.413	-0.067	-0.048	-0.139
Si	-0.545	7.515	-5.648	-0.046	0.152	0.006
Si	2.283	7.351	-4.553	-0.116	-0.085	-0.031
Si	4.116	-4.973	-2.42	-0.052	0.052	-0.077
Si	10.768	5.046	-2.023	0.056	0.201	-0.077
Si	7.015	5.112	-4.883	-0.028	-0.061	0.055
Si	7.144	-6.605	-5.489	0.038	-0.135	-0.003
Si	2.778	-7.697	-1.892	0.026	-0.167	0.065
Si	13.662	-2.781	-2.057	0.071	0.106	0.102
Si	5.648	-0.102	-2.168	-0.016	0.092	0.165
Si	15.685	4.509	-6.7	0.003	-0.049	-0.078
Si	8.521	1.098	-2.744	0.073	-0.128	0.057
Si	12.59	4.569	-4.424	-0.014	-0.079	-0.024
Si	9.783	-3.846	-3.089	-0.035	0.108	0.129
Si	17.201	-5.273	-4.719	0.012	0.025	0.057
Si	13.839	6.812	-5.809	-0.06	-0.016	-0.04
Si	21.727	3.454	-4.313	0.055	-0.012	0.027
Si	16.485	5.867	-2.048	0.1	-0.021	0.193
Si	11.731	-8.176	-7.274	0.073	-0.032	0.01
Si	17.909	-0.594	-2.743	0.109	-0.079	0.035
Si	19.389	-3.054	-4.136	-0.049	-0.011	0.045
Si	22.202	4.93	-1.83	-0.062	0	0.031
Si	-32.087	7.074	-4.918	-0.041	0.05	0.035
Si	20.417	1.021	-2.865	-0.043	0.07	0.16
Si	23.541	7.061	-3.299	-0.096	0.006	0.085
Si	21.554	-4.546	-2.47	0.027	-0.078	-0.003
Si	22.781	-0.428	-2.555	0.039	-0.062	0.118
Si	31.873	-2.881	-6.749	0.126	0.116	0.086
Si	32.317	3.108	23.648	0.008	0.079	-0.055
Si	30.381	2.341	-4.138	-0.057	-0.125	-0.053
Si	29.855	7.55	-1.936	0.026	0.017	0.01
Si	31.471	-7.975	-6.91	0.117	0.085	0.074
Si	-26.797	3.248	25.905	0.02	-0.011	-0.04
Si	28.815	-2.879	-6.407	-0.08	0.141	-0.056
Si	-30.26	2.54	-1.743	0.029	0.097	0.026
Si	32.302	1.204	-2.202	0.009	-0.067	-0.005
Si	-29.843	6.922	-2.935	-0.092	0.073	0.282
Si	-31.443	-5.412	-2.66	0.113	-0.066	0.023
Si	-31.868	-1.33	-2.601	0.059	-0.121	0.037
Si	-25.641	-6.178	-4.338	-0.077	0.148	0.102
Si	-25.683	5.913	26.029	-0.156	-0.039	0.011
Si	-21.9	5.598	-2.183	-0.067	0.113	-0.023
Si	-21.819	4.339	25.499	0.003	0.014	-0.092
Si	-26.823	-2.456	-4.059	-0.023	-0.034	0.111
Si	-27.361	-5.587	-2.107	-0.065	0.05	0.103
Si	-21.767	-0.356	-2.391	-0.063	0.046	0.036
Si	-14.989	-7.713	-7.102	0.092	-0.058	-0.107
Si	-24.309	3.615	-2.271	-0.01	-0.044	0.144
Si	-21.986	-5.041	-3.298	-0.094	-0.11	0.091
Si	-24.438	-1.923	-2.241	0.073	0.063	0.099
Si	-17.619	-6.608	-4.633	0.035	0.132	0.044
Si	-22.568	-3.554	-5.747	0.14	0.028	-0.04
Si	-12.331	-6.016	-4.199	0.151	-0.12	-0.001
Si	-18.186	-0.223	-6.338	-0.053	0.115	-0.096
Si	-16.368	5.218	-2.399	0.085	0.032	0.195
Si	-19.336	-5.568	-2.391	0.2	0.128	0.261
Si	-14.167	2.223	26.167	0.064	0.013	0.09
Si	-7.974	6.841	-5.069	0.104	0.019	-0.165
Si	-9.659	-2.976	-6.139	0.153	0.059	0.002
Si	-14.566	6.635	-4.52	-0.092	-0.017	-0.085
Si	-13.103	-2.143	-2.315	0.016	0.049	0.163
Si	-7.296	-5.162	-2.616	-0.046	-0.011	0.186
Si	-10.747	8.135	-5.788	-0.007	-0.021	0.085
Si	-4.111	-5.91	-5.465	-0.06	-0.075	-0.05
Si	-9.068	-3.352	26.167	0.02	0.134	0.088
Si	-4.137	4.633	-3.146	0.115	-0.115	0.156
Si	-1.413	6.226	-3.116	0.036	0.097	0.104
Si	-5.189	2.506	-4.911	-0.088	0.071	0.075
Si	-3.109	-3.006	-2.244	0.008	0.001	0.147
Si	1.328	-1.364	5.395	0	0.002	-0.008
Si	4.07	1.372	5.41	-0.005	0.011	0.002
Si	1.336	4.063	5.368	0.003	-0.002	0.004
Si	4.082	6.793	5.34	-0.011	0.006	-0.013
Si	1.357	9.487	5.345	0.01	0.004	-0.003
Si	4.052	-4.098	5.352	-0.005	0.013	-0.011
Si	6.799	-1.382	5.399	0.011	0.003	-0.006
Si	9.512	1.373	5.416	-0.015	0.001	0.001
Si	6.81	4.077	5.393	0.002	-0.004	0.002
Si	9.518	6.805	5.396	-0.017	-0.01	0.002
Si	6.807	-6.848	5.373	0.003	-0.006	-0.004
Si	9.554	12.208	5.408	-0.005	-0.014	0.001
Si	12.27	-1.385	5.436	0.002	-0.011	-0.014
Si	14.972	1.375	5.48	-0.005	-0.001	-0.009
Si	12.23	4.11	5.42	-0.004	-0.007	-0.003
Si	14.958	6.851	5.449	-0.01	0.008	-0.001
Si	12.262	9.531	5.412	-0.01	0.004	-0.001
Si	14.971	-4.071	5.444	-0.012	0.001	-0.012
Si	17.669	-1.335	5.522	-0.002	0	-0.009
Si	20.346	1.449	5.616	0.016	0.033	-0.016
Si	17.713	4.126	5.49	0.002	0.006	-0.007
Si	20.397	6.831	5.544	-0.018	0.004	-0.016
Si	17.676	-6.772	5.502	-0.001	0.014	-0.01
Si	20.41	-4.066	5.556	-0.014	0.023	0.002
Si	23.12	-1.368	5.665	0.002	-0.003	0.01
Si	25.835	1.376	5.67	-0.031	-0.009	0.013
Si	23.127	4.094	5.685	0.008	-0.004	0.001
Si	25.898	6.862	5.632	-0.006	0	-0.006
Si	23.144	-6.83	5.539	0.024	0.014	-0.032
Si	25.856	-4.115	5.643	0.003	0	0.001
Si	28.6	-1.395	5.658	0.003	-0.01	0
Si	31.357	1.382	5.666	0.013	-0.004	0.015
Si	28.604	4.122	5.654	-0.012	-0.004	-0.002
Si	31.314	6.834	5.579	-0.005	-0.004	-0.001
Si	28.609	-6.775	5.558	0.015	0.007	-0.021
Si	31.295	-4.085	5.529	0.011	0.005	-0.001
Si	34.06	-1.349	5.542	-0.008	-0.006	-0.012
Si	-28.493	1.393	5.493	0.017	0.001	-0.006
Si	34.065	4.128	5.543	-0.011	-0.018	-0.007
Si	-28.508	6.845	5.508	0.007	0.007	-0.005
Si	34.006	-6.75	5.553	-0.023	-0.01	-0.002
Si	-28.465	-4.065	5.48	-0.001	-0.014	-0.002
Si	-25.742	-1.324	5.384	-0.015	-0.022	-0.001
Si	-23.045	1.366	5.32	-0.019	-0.031	-0.037
Si	-25.764	4.121	5.48	-0.018	-0.018	0.007
Si	-23.075	6.848	5.36	-0.016	-0.013	-0.023
Si	-25.776	-6.746	5.41	-0.003	-0.006	0.007
Si	-23.072	-4.052	5.374	0.003	0.006	-0.009
Si	-20.348	-1.352	5.301	0.014	-0.009	-0.017
Si	-17.716	1.322	5.347	-0.011	-0.007	0.002
Si	-20.38	4.076	5.336	0.02	-0.014	-0.026
Si	-17.692	6.787	5.39	0.009	0.017	-0.006
Si	-20.347	-6.791	5.342	0.005	-0.007	-0.016
Si	-17.639	-4.077	5.292	0.004	0.011	-0.012
Si	-14.996	-1.411	5.332	0.029	0.016	-0.007
Si	-12.255	1.339	5.456	0.021	0.011	0.007
Si	-14.972	4.052	5.462	0.008	0.003	0.012
Si	-12.258	6.81	5.476	0.011	0.018	0.009
Si	-14.933	-6.803	5.403	-0.009	0.015	-0.014
Si	-12.288	-4.084	5.421	-0.016	0.004	-0.009
Si	-9.548	-1.365	5.402	0.014	0.008	-0.014
Si	-6.843	1.34	5.423	-0.014	-0.013	0.005
Si	-9.516	4.015	5.46	0.011	-0.016	-0.009
Si	-6.784	6.726	5.4	0.022	-0.01	-0.003
Si	-9.518	-6.855	5.439	0.01	-0.018	-0.013
Si	-6.812	-4.11	5.442	0.002	-0.002	0.006
Si	-4.083	-1.377	5.406	-0.006	-0.015	0.001
Si	-1.382	1.347	5.328	-0.002	0	-0.008
Si	-4.102	4.05	5.338	-0.008	-0.009	-0.026
Si	-1.379	6.749	5.375	0.007	0.007	-0.006
Si	-4.126	-6.86	5.418	0.003	-0.035	0.007
Si	-1.388	-4.117	5.411	0.001	0	0
Si	2.708	-0.015	6.741	0.004	-0.011	0
Si	5.441	2.723	6.752	0	0	0.003
Si	2.714	5.432	6.705	0.007	-0.011	-0.003
Si	5.437	-8.192	6.731	0.017	-0.007	-0.005
Si	2.705	-5.467	6.716	-0.001	-0.002	-0.008
Si	5.417	-2.747	6.728	-0.013	0.007	-0.005
Si	8.156	-0.013	6.756	0.01	0.003	-0.004
Si	10.882	2.725	6.774	-0.008	0.002	-0.006
Si	8.16	5.44	6.755	-0.012	0.014	0.001
Si	10.89	8.155	6.755	0.005	-0.008	-0.004
Si	8.162	10.845	6.736	0.006	-0.003	0
Si	10.893	-2.743	6.779	0.004	0.004	-0.007
Si	13.61	-0.013	6.81	0.006	0.005	-0.007
Si	16.333	2.743	6.827	0.01	-0.025	-0.011
Si	13.591	5.463	6.785	-0.005	0.003	-0.012
Si	16.314	-8.144	6.839	0.001	-0.001	-0.002
Si	13.606	-5.437	6.793	0.012	-0.011	-0.004
Si	16.302	-2.716	6.844	0.006	0.016	0.002
Si	19.007	0.018	6.909	-0.013	0.005	-0.008
Si	21.747	2.734	6.992	0.007	-0.006	0.005
Si	19.047	5.458	6.89	0.019	-0.017	-0.001
Si	21.769	-8.156	6.909	-0.004	-0.001	-0.006
Si	19.028	-5.425	6.88	-0.01	0.011	-0.002
Si	21.747	-2.739	6.963	0.029	-0.012	-0.002
Si	24.483	0.001	7.001	0.009	-0.006	-0.005
Si	27.232	2.742	6.982	0.011	0.007	-0.013
Si	24.518	5.482	6.968	0.001	0.002	-0.011
Si	27.259	-8.111	6.964	-0.028	-0.006	-0.002
Si	24.478	-5.482	6.947	0.02	0.01	0.002
Si	27.224	-2.748	6.987	0.014	-0.003	-0.001
Si	29.971	0	6.975	-0.002	0.02	-0.018
Si	32.737	2.765	6.952	-0.023	-0.004	-0.004
Si	29.973	5.485	6.974	-0.007	0.004	-0.005
Si	32.69	-8.135	6.925	0.02	0	0.006
Si	29.964	-5.429	6.927	0.011	-0.005	-0.005
Si	32.684	-2.717	6.881	0.005	-0.002	-0.017
Si	-29.845	0.026	6.873	-0.004	0.013	-0.015
Si	-27.126	2.755	6.84	0.013	0.006	0.005
Si	-29.849	5.483	6.89	0.002	0.001	-0.001
Si	-27.122	-8.102	6.819	0.011	-0.006	-0.009
Si	-29.857	-5.394	6.861	-0.018	0.016	-0.013
Si	-27.1	-2.676	6.798	-0.013	0.011	-0.007
Si	-24.389	0.033	6.748	-0.005	0.01	0.001
Si	-21.717	2.725	6.727	0.02	-0.003	0.004
Si	-24.401	5.504	6.791	-0.012	0	0.006
Si	-21.704	-8.135	6.737	0.002	-0.004	-0.006
Si	-24.422	-5.391	6.776	-0.021	0.019	0.004
Si	-21.695	-2.693	6.714	-0.004	-0.006	0.005
Si	-19.043	-0.007	6.74	-0.006	0.015	0.008
Si	-16.357	2.678	6.755	0.013	-0.011	-0.009
Si	-19.04	5.427	6.747	-0.02	0.008	-0.005
Si	-16.322	-8.158	6.742	0.003	0.001	-0.003
Si	-18.993	-5.419	6.698	-0.005	0	0.009
Si	-16.328	-2.737	6.731	-0.016	0.003	-0.004
Si	-13.635	-0.056	6.74	0.014	-0.012	-0.008
Si	-10.893	2.688	6.816	0.004	-0.008	-0.005
Si	-13.616	5.432	6.806	-0.005	-0.005	-0.002
Si	-10.884	-8.168	6.819	-0.022	0.004	0.002
Si	-13.609	-5.447	6.793	0.006	-0.008	0.014
Si	-10.914	-2.718	6.763	-0.014	-0.004	-0.011
Si	-8.195	-0.016	6.779	0.006	0.01	0
Si	-5.45	2.706	6.737	0.002	-0.009	-0.002
Si	-8.161	5.407	6.78	-0.019	0.006	-0.003
Si	-5.467	-8.213	6.778	-0.011	0.013	0
Si	-8.176	-5.47	6.786	-0.002	-0.005	0.001
Si	-5.446	-2.734	6.766	-0.002	0.009	-0.001
Si	-2.721	-0.002	6.732	0.003	-0.001	-0.008
Si	-0.028	2.695	6.713	-0.002	0.01	-0.005
Si	-2.755	5.404	6.727	-0.006	0.018	-0.006
Si	-0.012	8.132	6.709	-0.006	-0.01	-0.001
Si	-2.749	-5.484	6.752	-0.001	-0.002	-0.002
Si	-0.028	-2.735	6.744	-0.001	0.006	0.001
Si	1.336	1.344	8.081	-0.006	-0.002	0.006
Si	4.066	4.08	8.086	0.011	0	0.003
Si	1.35	6.781	8.07	0.006	0.011	-0.004
Si	4.073	-6.82	8.075	0.011	0.007	-0.002
Si	1.343	-4.107	8.077	0.003	0.002	0
Si	4.062	-1.388	8.09	-0.003	-0.002	0.002
Si	6.79	1.345	8.104	-0.021	-0.011	0.003
Si	9.514	4.077	8.122	0.009	-0.005	0.005
Si	6.786	6.78	8.108	-0.014	-0.019	0.012
Si	9.513	9.495	8.112	-0.015	-0.006	0.002
Si	6.79	-4.107	8.081	0.007	0.015	-0.007
Si	9.517	-1.375	8.113	-0.001	0.018	-0.007
Si	12.23	1.351	8.141	-0.008	-0.002	-0.003
Si	14.941	4.092	8.156	-0.009	0.019	-0.004
Si	12.228	6.803	8.144	0.006	0.006	0.007
Si	14.946	-6.792	8.179	0.001	0.004	0.005
Si	12.238	-4.096	8.151	-0.008	0.005	0.006
Si	14.945	-1.365	8.199	-0.012	-0.006	0.009
Si	17.643	1.375	8.236	-0.001	-0.005	0.004
Si	20.382	4.109	8.29	0.01	0.005	0
Si	17.66	6.811	8.21	-0.013	-0.006	0.001
Si	20.391	-6.789	8.238	0.006	0.011	-0.004
Si	17.658	-4.072	8.221	0.004	0	0.002
Si	20.373	-1.354	8.267	0.011	0.002	-0.006
Si	23.109	1.36	8.327	-0.013	-0.018	-0.001
Si	25.866	4.107	8.321	-0.006	-0.008	0.004
Si	23.122	6.819	8.293	0.01	0.01	0.007
Si	25.86	-6.798	8.314	0.014	-0.006	0.009
Si	23.122	-4.103	8.291	-0.019	0.011	-0.001
Si	25.866	-1.365	8.32	-0.003	0.02	-0.006
Si	28.603	1.371	8.314	-0.019	-0.021	0.003
Si	31.345	4.106	8.3	0.011	0.002	-0.001
Si	28.602	6.832	8.319	0.021	-0.004	0.004
Si	31.332	-6.779	8.286	-0.002	-0.003	0.005
Si	28.605	-4.095	8.312	-0.01	-0.002	0.011
Si	31.352	-1.366	8.286	-0.007	0.001	0
Si	-31.185	1.377	8.269	0.016	0.027	0.01
Si	-28.475	4.111	8.222	0.001	-0.01	-0.004
Si	-31.214	6.828	8.263	-0.023	-0.012	0.005
Si	-28.492	-6.765	8.204	-0.013	-0.02	0.004
Si	-31.214	-4.052	8.242	0.003	0.003	0.005
Si	-28.47	-1.344	8.199	-0.004	-0.011	0.001
Si	-25.75	1.375	8.158	-0.022	-0.011	-0.001
Si	-23.05	4.104	8.124	-0.009	-0.002	-0.007
Si	-25.761	6.848	8.174	0.01	-0.003	0.002
Si	-23.055	-6.768	8.121	0.003	0.01	0.002
Si	-25.766	-4.044	8.171	0.01	-0.003	0.017
Si	-23.041	-1.336	8.115	0.01	0.009	0.001
Si	-20.367	1.376	8.116	-0.006	-0.005	0.008
Si	-17.677	4.077	8.121	-0.006	-0.01	0.003
Si	-20.371	6.813	8.119	-0.008	-0.017	0
Si	-17.661	-6.778	8.1	-0.003	-0.006	-0.002
Si	-20.342	-4.056	8.086	0.016	0.022	-0.006
Si	-17.663	-1.354	8.102	0.005	0	0.006
Si	-14.968	1.336	8.108	-0.009	0.011	-0.007
Si	-12.244	4.076	8.152	0.035	0.025	-0.001
Si	-14.971	6.816	8.134	0.013	-0.005	0
Si	-12.24	-6.789	8.155	0.023	0.014	0.009
Si	-14.97	-4.073	8.127	-0.002	-0.013	0.01
Si	-12.265	-1.37	8.134	-0.007	0.002	0.007
Si	-9.534	1.336	8.159	-0.023	-0.014	0.009
Si	-6.797	4.056	8.125	0.009	0.009	0
Si	-9.522	6.775	8.142	0.006	0.008	0.001
Si	-6.821	-6.835	8.131	-0.006	-0.023	0.004
Si	-9.545	-4.085	8.117	0.003	-0.005	-0.009
Si	-6.815	-1.373	8.115	-0.002	-0.009	-0.005
Si	-4.095	1.345	8.093	0	0.001	0.001
Si	-1.388	4.049	8.078	-0.012	-0.03	0.001
Si	-4.091	6.765	8.115	0.014	0.017	0.005
Si	-1.37	-6.836	8.087	0.005	0.005	-0.001
Si	-4.096	-4.106	8.109	-0.002	0.001	-0.001
Si	-1.379	-1.371	8.095	0	0.004	0.009
Si	-0.014	-0.021	9.446	-0.01	-0.007	0.001
Si	2.703	2.706	9.428	0.002	0.006	-0.002
Si	-0.02	5.42	9.42	0.001	0.01	0.002
Si	2.707	-8.177	9.431	-0.003	-0.003	0.003
Si	-0.019	-5.461	9.438	-0.004	-0.004	0.001
Si	2.704	-2.755	9.441	0.001	0.006	0.004
Si	5.424	-0.026	9.442	0.008	-0.001	0.006
Si	8.152	2.702	9.465	0.008	0.008	-0.004
Si	5.425	5.422	9.458	-0.002	0.007	0.004
Si	8.147	8.137	9.468	0.001	-0.005	-0.001
Si	5.429	-5.466	9.444	-0.003	-0.01	0.006
Si	8.143	-2.746	9.449	0	-0.002	-0.001
Si	10.867	-0.022	9.487	-0.006	-0.007	0.002
Si	13.584	2.713	9.508	0.009	-0.013	-0.005
Si	10.868	5.429	9.493	-0.004	0.001	0.001
Si	13.581	-8.168	9.515	0	-0.006	0
Si	10.865	-5.467	9.483	0.009	0.002	-0.003
Si	13.581	-2.743	9.531	-0.001	0.003	0.006
Si	16.294	-0.01	9.574	0.001	0.007	0.008
Si	19.014	2.716	9.597	0.002	-0.006	-0.003
Si	16.292	5.435	9.539	0.005	-0.01	-0.001
Si	19.021	-8.159	9.574	0.016	-0.007	-0.006
Si	16.298	-5.449	9.558	-0.002	0.001	0.003
Si	19.017	-2.732	9.603	-0.014	0.021	0
Si	21.741	-0.018	9.639	0.019	-0.002	0.009
Si	24.491	2.731	9.652	0.001	-0.001	-0.002
Si	21.757	5.451	9.634	-0.014	-0.01	0.003
Si	24.488	-8.158	9.655	-0.001	-0.004	0.001
Si	21.744	-5.454	9.627	0.012	0.002	0
Si	24.483	-2.733	9.639	0.019	-0.014	0
Si	27.235	0.005	9.656	0.012	0.006	0.004
Si	29.978	2.735	9.654	-0.002	0.007	-0.003
Si	27.236	5.461	9.67	-0.007	0.005	0.001
Si	29.972	-8.132	9.656	-0.011	0.001	0.012
Si	27.227	-5.441	9.657	-0.009	0.006	0.009
Si	29.979	-2.719	9.639	0.01	0.008	-0.007
Si	-32.561	0.012	9.623	0.001	-0.01	-0.007
Si	-29.822	2.749	9.602	0.004	-0.001	0.005
Si	-32.57	5.472	9.635	0.006	-0.005	0.005
Si	-29.842	-8.119	9.594	0.012	-0.005	0.004
Si	-32.57	-5.412	9.619	0.008	-0.001	-0.002
Si	-29.841	-2.69	9.586	-0.02	0.005	-0.004
Si	-27.106	0.024	9.546	0.005	0.005	0.001
Si	-24.403	2.756	9.513	0.006	0.005	0.002
Si	-27.111	5.486	9.556	-0.006	0.007	0.003
Si	-24.402	-8.112	9.528	-0.014	-0.007	-0.005
Si	-27.128	-5.399	9.556	-0.014	0.02	-0.005
Si	-24.395	-2.682	9.512	-0.006	0.003	0.006
Si	-21.705	0.026	9.5	-0.001	0.013	0.012
Si	-19.016	2.73	9.502	-0.017	-0.005	0.008
Si	-21.709	5.464	9.51	0.011	-0.008	0.005
Si	-19.006	-8.138	9.476	-0.005	0.003	0
Si	-21.694	-5.404	9.478	0.004	-0.004	0
Si	-19.002	-2.704	9.481	0.001	-0.002	0.009
Si	-16.307	-0.005	9.492	0.001	-0.007	0.004
Si	-13.611	2.709	9.482	0.002	-0.012	-0.012
Si	-16.317	5.448	9.488	-0.004	-0.001	-0.003
Si	-13.6	-8.153	9.499	-0.01	0.004	0
Si	-16.309	-5.432	9.492	-0.004	0.01	0.009
Si	-13.607	-2.723	9.504	0.006	-0.005	0.009
Si	-10.903	-0.013	9.5	0.011	0.009	0.009
Si	-8.166	2.711	9.491	0.003	-0.002	0.004
Si	-10.884	5.436	9.507	-0.004	-0.005	0.007
Si	-8.182	-8.17	9.5	-0.015	0.009	0.008
Si	-10.888	-5.425	9.508	-0.014	-0.01	0.013
Si	-8.18	-2.727	9.471	0	0.01	-0.003
Si	-5.456	-0.007	9.461	0.001	0.007	0.005
Si	-2.742	2.703	9.454	0.002	0.002	0.004
Si	-5.458	5.427	9.484	0	-0.006	0.004
Si	-2.736	-8.18	9.453	-0.004	-0.018	0.008
Si	-5.461	-5.455	9.468	0.004	0.006	0.003
Si	-2.741	-2.73	9.451	0.005	0.006	0.001
Si	1.342	-1.394	10.793	0	0.003	0.007
Si	4.06	1.337	10.783	-0.008	-0.008	-0.002
Si	1.341	4.064	10.779	-0.009	-0.005	-0.008
Si	4.06	-9.535	10.799	0.014	-0.01	0.008
Si	1.349	-6.815	10.79	0.002	-0.003	-0.003
Si	4.063	-4.113	10.804	0	0.009	0.005
Si	6.776	-1.39	10.803	-0.01	0.017	-0.005
Si	9.498	1.334	10.834	0.002	-0.002	-0.004
Si	6.787	4.06	10.815	-0.01	-0.019	0.003
Si	9.495	6.779	10.842	-0.001	-0.001	0.003
Si	6.78	9.496	10.816	0.012	0.002	-0.001
Si	9.493	-4.107	10.82	-0.006	0.003	-0.006
Si	12.205	-1.387	10.866	-0.002	0.013	0.005
Si	14.921	1.355	10.899	-0.011	-0.006	0.013
Si	12.216	4.064	10.864	-0.003	0.004	0.004
Si	14.93	-9.53	10.885	-0.005	0.001	-0.006
Si	12.211	-6.821	10.862	-0.005	-0.003	0.003
Si	14.928	-4.103	10.906	-0.002	0.013	0.005
Si	17.652	-1.374	10.943	0.013	-0.008	0.008
Si	20.371	1.352	10.959	-0.007	-0.003	-0.004
Si	17.637	4.075	10.915	-0.002	-0.002	-0.01
Si	20.369	-9.514	10.95	0.002	0.011	-0.003
Si	17.652	-6.811	10.925	-0.006	0.006	-0.008
Si	20.378	-4.095	10.971	0.012	-0.003	0.005
Si	23.109	-1.381	10.985	-0.013	0.002	-0.005
Si	25.859	1.362	10.997	0.001	-0.005	-0.007
Si	23.114	4.084	10.989	0.002	0.007	0.005
Si	25.849	-9.513	11.014	-0.011	-0.011	0.011
Si	23.106	-6.802	10.99	-0.005	0.006	0.015
Si	25.85	-4.084	10.988	0.011	0.009	-0.002
Si	28.611	-1.36	10.987	-0.001	-0.008	0.002
Si	31.348	1.362	10.992	0	-0.001	0.012
Si	28.603	4.087	11.011	0.002	-0.006	0.004
Si	31.338	-9.499	10.996	0.006	-0.004	-0.009
Si	28.591	-6.793	11.009	0.001	-0.012	-0.003
Si	31.344	-4.069	10.994	-0.004	0.004	0.002
Si	-31.2	-1.349	10.975	0.012	0.015	0.009
Si	-28.459	1.374	10.937	0.003	0.012	0
Si	-31.193	4.102	10.962	-0.01	-0.006	-0.01
Si	-28.471	-9.484	10.935	-0.004	-0.014	-0.004
Si	-31.204	-6.769	10.972	-0.01	-0.004	0.002
Si	-28.487	-4.055	10.947	-0.01	-0.004	0.01
Si	-25.75	-1.337	10.905	-0.002	-0.003	0
Si	-23.048	1.395	10.879	-0.001	-0.007	-0.002
Si	-25.751	4.113	10.902	-0.004	-0.005	-0.007
Si	-23.052	-9.484	10.89	-0.001	-0.008	0.007
Si	-25.764	-6.765	10.911	0.012	-0.005	0.004
Si	-23.039	-4.047	10.87	0.005	0.005	-0.005
Si	-20.338	-1.33	10.86	-0.001	0.004	0.001
Si	-17.641	1.376	10.862	0.013	0.017	-0.002
Si	-20.346	4.111	10.878	0.006	-0.002	0.004
Si	-17.646	-9.486	10.856	-0.006	0.001	-0.004
Si	-20.344	-6.765	10.851	0.002	-0.002	-0.012
Si	-17.642	-4.053	10.858	-0.011	0.002	-0.003
Si	-14.939	-1.345	10.871	-0.002	0.012	0.004
Si	-12.24	1.37	10.854	0.003	-0.003	-0.002
Si	-14.942	4.098	10.847	0.004	0.007	-0.006
Si	-12.234	-9.506	10.859	0.018	-0.001	-0.004
Si	-14.937	-6.776	10.86	0.007	-0.007	-0.002
Si	-12.238	-4.065	10.876	0.002	0.004	0.01
Si	-9.528	-1.368	10.844	-0.008	-0.009	0.001
Si	-6.809	1.347	10.837	0.01	-0.003	-0.004
Si	-9.517	4.082	10.854	0.003	0.004	-0.003
Si	-6.82	-9.527	10.846	0.004	0.01	0.006
Si	-9.531	-6.791	10.858	0.009	0.003	-0.002
Si	-6.82	-4.087	10.824	-0.008	-0.011	-0.006
Si	-4.1	-1.371	10.813	-0.001	-0.015	0.003
Si	-1.383	1.333	10.798	0.003	0	0.001
Si	-4.096	4.064	10.823	0.002	-0.003	0.008
Si	-1.373	6.778	10.791	0	0.011	-0.006
Si	-4.098	-6.813	10.812	0.01	0.005	-0.003
Si	-1.382	-4.098	10.793	0	0.008	-0.002
Si	2.708	-0.033	12.135	0.008	0.006	0
Si	5.424	2.684	12.146	0.008	0.014	-0.007
Si	2.698	5.418	12.143	-0.009	0.003	0.002
Si	5.415	-8.185	12.168	-0.009	-0.001	-0.005
Si	2.701	-5.467	12.169	-0.007	-0.006	0.007
Si	5.42	-2.751	12.162	0.016	0.007	0.002
Si	8.132	-0.042	12.172	0	-0.004	-0.005
Si	10.846	2.692	12.205	-0.002	-0.015	0.002
Si	8.13	5.418	12.194	0.014	0.006	-0.003
Si	10.849	8.134	12.207	0.005	-0.005	-0.009
Si	8.138	10.853	12.176	0.005	0.005	-0.005
Si	10.842	-2.767	12.204	-0.013	-0.01	-0.001
Si	13.555	-0.027	12.229	-0.007	-0.007	-0.004
Si	16.289	2.704	12.265	0.01	0.016	0
Si	13.577	5.419	12.233	0.022	0.022	-0.001
Si	16.283	-8.184	12.261	0.016	-0.004	-0.007
Si	13.563	-5.481	12.243	-0.006	-0.003	0
Si	16.289	-2.758	12.274	-0.004	-0.001	-0.002
Si	19.027	-0.029	12.305	0.001	0.012	0.001
Si	21.732	2.711	12.309	-0.007	-0.026	0
Si	18.991	5.433	12.271	0.003	-0.019	-0.014
Si	21.731	-8.176	12.319	-0.012	-0.012	-0.007
Si	19.01	-5.475	12.305	-0.007	0.001	-0.006
Si	21.75	-2.747	12.336	0.011	0.017	0.002
Si	24.48	-0.011	12.321	0.011	0.004	-0.005
Si	27.229	2.712	12.357	-0.013	0.003	0
Si	24.477	5.435	12.351	-0.001	-0.006	0.003
Si	27.207	-8.138	12.36	0.017	0	0.001
Si	24.471	-5.433	12.334	0.02	0.011	-0.009
Si	27.229	-2.724	12.316	0.002	0.009	-0.022
Si	29.977	-0.01	12.347	-0.011	-0.002	-0.005
Si	32.726	2.74	12.32	0.027	0.027	-0.008
Si	29.965	5.463	12.353	0.012	0.004	0.008
Si	32.705	-8.129	12.33	-0.001	-0.005	0.001
Si	29.964	-5.428	12.342	-0.009	0.001	-0.008
Si	32.709	-2.708	12.349	-0.003	-0.01	-0.011
Si	-29.826	0.02	12.31	-0.012	-0.008	-0.008
Si	-27.097	2.747	12.279	-0.009	-0.002	-0.001
Si	-29.828	5.473	12.301	0.003	0.004	-0.006
Si	-27.121	-8.119	12.301	-0.016	-0.009	-0.007
Si	-29.845	-5.408	12.338	-0.003	0.001	-0.002
Si	-27.112	-2.688	12.288	0.007	0.005	-0.005
Si	-24.395	0.037	12.259	0	0.021	-0.004
Si	-21.696	2.757	12.254	-0.008	-0.002	-0.001
Si	-24.41	5.485	12.272	-0.008	-0.012	0.002
Si	-21.687	-8.111	12.241	0.013	0.014	-0.003
Si	-24.394	-5.398	12.254	-0.009	0.01	-0.01
Si	-21.686	-2.682	12.236	0.014	0.005	-0.003
Si	-18.977	0.018	12.241	-0.012	-0.005	-0.001
Si	-16.279	2.747	12.222	-0.008	-0.011	-0.002
Si	-18.985	5.483	12.237	-0.006	-0.007	0.003
Si	-16.279	-8.131	12.228	0.001	0	-0.005
Si	-18.987	-5.409	12.225	-0.003	-0.002	-0.007
Si	-16.283	-2.704	12.239	-0.006	-0.023	0.005
Si	-13.566	0.015	12.234	0.005	0.018	0.003
Si	-10.88	2.735	12.212	0.006	0.004	-0.008
Si	-13.583	5.458	12.222	-0.002	-0.007	0
Si	-10.886	-8.14	12.226	-0.014	0.006	0.004
Si	-13.583	-5.426	12.243	-0.008	-0.01	0.002
Si	-10.869	-2.706	12.234	0.016	0.015	0.003
Si	-8.172	-0.005	12.201	-0.009	-0.005	-0.001
Si	-5.454	2.711	12.187	-0.008	0.004	0.002
Si	-8.179	5.451	12.222	-0.01	-0.012	0.009
Si	-5.472	-8.142	12.182	0.005	-0.009	0.002
Si	-8.176	-5.42	12.208	0.003	-0.003	0.001
Si	-5.465	-2.721	12.174	-0.005	0.007	-0.007
Si	-2.739	-0.017	12.172	0.005	0.014	0.004
Si	-0.017	2.7	12.129	-0.008	-0.002	-0.007
Si	-2.738	5.439	12.16	0.013	-0.003	0.011
Si	-0.02	8.149	12.136	0.002	-0.007	-0.004
Si	-2.747	-5.441	12.16	0.001	0	-0.001
Si	-0.021	-2.752	12.153	-0.013	-0.01	-0.001
Si	1.346	1.334	13.469	-0.017	0	-0.01
Si	4.066	4.049	13.487	0.014	-0.024	-0.007
Si	1.332	6.786	13.484	-0.01	0.02	-0.006
Si	4.058	-6.831	13.529	0.023	-0.025	0.004
Si	1.328	-4.111	13.524	0.001	0.015	0.006
Si	4.051	-1.395	13.51	-0.017	0.014	-0.002
Si	6.762	1.314	13.515	-0.003	-0.006	-0.006
Si	9.475	4.045	13.556	-0.002	0.011	0.007
Si	6.762	-9.54	13.544	-0.008	-0.006	0.004
Si	9.481	9.492	13.551	-0.008	0.016	-0.005
Si	6.78	-4.106	13.527	0.002	-0.017	-0.009
Si	9.468	-1.414	13.543	-0.008	0.021	-0.003
Si	12.192	1.329	13.578	0.002	-0.003	0.013
Si	14.938	4.073	13.611	-0.015	-0.026	0
Si	12.209	6.78	13.571	-0.018	-0.001	-0.01
Si	14.918	-6.84	13.616	-0.005	-0.014	-0.005
Si	12.179	-4.14	13.582	0.003	0.012	-0.001
Si	14.905	-1.395	13.588	0.004	0.008	0.001
Si	17.653	1.338	13.62	0.011	-0.024	0
Si	20.349	4.081	13.624	-0.036	0.041	-0.017
Si	17.623	-9.551	13.631	-0.007	0.011	-0.016
Si	20.351	-6.85	13.675	0.023	0.006	0.009
Si	17.637	-4.126	13.649	0.005	0.009	0.003
Si	20.385	-1.389	13.681	0.002	-0.004	0.004
Si	23.094	1.341	13.654	-0.007	0.013	-0.004
Si	25.841	4.066	13.698	0.013	-0.008	0.006
Si	23.088	-9.527	13.682	-0.001	-0.012	0.005
Si	25.826	-6.771	13.701	-0.027	0.007	0.001
Si	23.112	-4.096	13.707	-0.009	-0.012	0.013
Si	25.85	-1.384	13.655	0.015	-0.012	-0.02
Si	28.591	1.329	13.699	0.027	0.001	0.008
Si	31.356	4.096	13.674	-0.009	-0.029	-0.004
Si	28.576	-9.499	13.699	-0.021	-0.009	0
Si	31.327	-6.784	13.692	0.007	-0.002	-0.009
Si	28.574	-4.08	13.68	-0.002	0.008	-0.016
Si	31.33	-1.37	13.718	0.014	0.006	0.026
Si	34.094	1.381	13.673	-0.008	-0.007	-0.005
Si	-28.462	4.102	13.64	0.002	-0.003	-0.017
Si	34.089	-9.487	13.66	-0.001	-0.019	-0.015
Si	-28.479	-6.772	13.693	-0.003	0.003	0.008
Si	34.065	-4.063	13.719	-0.011	0.004	0.015
Si	-28.467	-1.337	13.673	-0.015	0.014	0
Si	-25.742	1.387	13.645	0.002	-0.002	-0.004
Si	-23.048	4.124	13.628	0.011	0.008	0.001
Si	-25.766	-9.483	13.662	0.003	0.012	0.012
Si	-23.032	-6.747	13.622	-0.008	-0.016	-0.003
Si	-25.749	-4.054	13.639	0.009	-0.009	-0.004
Si	-23.029	-1.318	13.613	-0.004	-0.005	-0.008
Si	-20.315	1.401	13.602	0.003	-0.001	0.002
Si	-17.6	4.138	13.591	0.007	0.007	-0.006
Si	-20.318	-9.455	13.609	0.004	-0.016	-0.004
Si	-17.609	-6.745	13.591	-0.014	0.015	-0.007
Si	-20.325	-4.039	13.596	0.003	0.002	-0.009
Si	-17.616	-1.338	13.617	0.008	0.016	0.002
Si	-14.897	1.406	13.584	-0.005	0.011	-0.003
Si	-12.208	4.117	13.584	0.018	-0.012	-0.012
Si	-14.908	-9.475	13.596	0.001	-0.003	-0.009
Si	-12.218	-6.775	13.611	0.021	-0.01	-0.002
Si	-14.919	-4.053	13.612	0.002	0.015	0.002
Si	-12.193	-1.33	13.609	-0.002	-0.004	0.005
Si	-9.526	1.365	13.559	0.006	0.012	-0.006
Si	-6.812	4.074	13.548	0.031	-0.014	0.009
Si	-9.53	-9.489	13.593	0.002	0.009	0.004
Si	-6.824	-6.777	13.561	-0.018	0.021	-0.004
Si	-9.508	-4.059	13.598	0	-0.018	-0.002
Si	-6.814	-1.369	13.553	0.009	-0.008	-0.003
Si	-4.099	1.344	13.536	0.006	-0.001	0.003
Si	-1.377	4.053	13.484	0.008	-0.002	-0.005
Si	-4.099	6.822	13.508	-0.022	0.007	-0.003
Si	-1.37	9.522	13.493	0.001	-0.01	-0.008
Si	-4.119	-4.09	13.524	0.01	0.004	-0.009
Si	-1.381	-1.397	13.51	0.016	-0.013	0
Si	0.005	-0.031	14.825	0.008	0.028	0.011
Si	2.722	2.666	14.82	-0.008	0.019	-0.002
Si	-0.022	5.417	14.819	-0.012	-0.012	0.006
Si	2.675	8.127	14.865	-0.006	-0.011	0.009
Si	-0.029	-5.471	14.893	-0.016	-0.006	0.018
Si	2.684	-2.745	14.871	0.004	-0.012	-0.002
Si	5.418	-0.058	14.874	0.009	0.009	0.004
Si	8.089	2.678	14.89	0.01	-0.003	0.014
Si	5.389	5.406	14.877	0.001	0.002	0.001
Si	8.107	-8.164	14.905	0.023	-0.007	0
Si	5.424	-5.464	14.875	-0.012	0.01	0
Si	8.131	-2.779	14.923	-0.003	-0.003	0.014
Si	10.815	-0.057	14.898	0.001	-0.014	0.007
Si	13.571	2.692	14.921	0.007	0.016	0.003
Si	10.848	5.408	14.898	0.016	0.014	-0.001
Si	13.554	8.118	14.969	0.014	-0.006	0.005
Si	10.83	10.808	14.955	-0.023	-0.025	0.003
Si	13.549	-2.786	14.918	-0.008	0.014	-0.007
Si	16.278	-0.041	14.932	-0.003	-0.008	0.005
Si	19.001	2.717	14.971	0.019	-0.013	0.002
Si	16.274	5.428	15.013	0.029	0.021	0.008
Si	18.98	-8.238	15.017	-0.01	-0.014	-0.004
Si	16.282	-5.514	14.996	0.008	0.003	0.006
Si	19.007	-2.774	15.002	0.001	-0.013	0.003
Si	21.767	-0.029	15.031	-0.017	-0.01	0.01
Si	24.44	2.694	15.017	0.009	-0.017	0.014
Si	21.693	5.424	15	0.006	-0.016	-0.002
Si	24.436	-8.137	15.021	0.02	0.01	-0.001
Si	21.727	-5.495	15.012	-0.002	0.007	-0.008
Si	24.507	-2.725	15.04	0.017	0.022	-0.003
Si	27.203	-0.062	15.029	-0.017	-0.006	0
Si	29.991	2.707	15.001	-0.004	0.016	-0.004
Si	27.198	5.451	15.036	0	0.004	0.018
Si	29.926	-8.112	15.042	0.002	-0.003	0.011
Si	27.177	-5.388	15.054	0.01	-0.005	-0.007
Si	29.932	-2.756	15.054	-0.023	-0.006	-0.006
Si	32.72	0.023	15.026	0.006	-0.001	-0.002
Si	35.483	2.737	15.015	-0.006	0.012	-0.004
Si	32.729	5.476	15.008	0.014	0.02	0.009
Si	35.42	-8.136	15.054	-0.004	0.009	0.007
Si	32.68	-5.439	15.072	0	0.002	0.003
Si	35.454	-2.692	15.053	-0.001	-0.01	0
Si	-27.097	0.031	15.024	-0.006	0.002	0.001
Si	-24.393	2.757	15.007	-0.004	0.008	0.009
Si	-27.133	5.461	15.023	-0.03	-0.029	-0.001
Si	-24.395	-8.093	14.995	0.008	0.001	0.001
Si	-27.094	-5.407	15.034	0.003	0.011	-0.009
Si	-24.386	-2.678	14.977	-0.002	0.01	-0.015
Si	-21.656	0.036	14.973	0.014	0.011	0.001
Si	-18.948	2.782	14.945	-0.008	0	0.005
Si	-21.694	5.522	14.963	-0.009	-0.012	0.003
Si	-18.936	-8.096	14.966	0.002	0.005	0.003
Si	-21.674	-5.371	14.981	0.015	0.013	-0.005
Si	-18.962	-2.712	14.986	-0.025	-0.028	0.011
Si	-16.218	0.03	14.942	-0.004	0.009	0.003
Si	-13.536	2.764	14.962	-0.02	0.001	0.006
Si	-16.235	5.492	14.974	-0.009	-0.018	0.009
Si	-13.567	-8.121	14.992	0.002	0.009	0.003
Si	-16.269	-5.397	14.995	0.001	-0.013	0.005
Si	-13.531	-2.706	14.962	-0.007	-0.008	-0.01
Si	-10.841	0.039	14.985	0.025	0.004	0.011
Si	-8.176	2.721	14.912	-0.014	-0.008	0.007
Si	-10.888	5.492	14.974	-0.005	-0.011	0.009
Si	-8.185	-8.105	14.945	0.002	-0.005	0.008
Si	-10.853	-5.415	14.97	-0.01	0.007	0
Si	-8.146	-2.702	14.965	-0.012	0.02	-0.002
Si	-5.46	-0.01	14.903	-0.007	0.01	0.003
Si	-2.726	2.713	14.862	0.011	0.004	0.011
Si	-5.452	5.465	14.861	-0.006	0.007	0.005
Si	-2.753	8.209	14.846	0.015	0.005	0.009
Si	-5.487	-5.404	14.921	0.001	-0.011	0.007
Si	-2.752	-2.747	14.87	-0.004	0.001	0
O	0.213	-1.599	22.872	-0.714	0.296	0.23
O	3.451	-1.941	25.796	-0.054	0.42	-0.602
O	2.511	-0.17	22.208	0.118	-0.301	0.621
O	4.549	1.263	23.048	-0.005	-0.428	0.6
O	-0.34	2.462	22.165	-0.03	-0.048	0.392
O	3.156	5.673	22.259	-0.366	0.016	-0.41
O	4.655	-6.143	23.951	-0.413	-0.009	0.089
O	-2.723	5.397	21.958	-0.308	0.216	0.31
O	0.25	-7.044	22.768	0.147	0.141	0.495
O	2.411	-5.573	22.086	0.077	0.14	0.322
O	4.053	-3.798	23.108	-0.018	0.589	0.116
O	6.769	-1.528	23.193	-0.177	0.216	0.181
O	6.892	-5.039	-5.72	-0.363	0.281	-0.014
O	13.317	-1.158	25.132	0.222	-0.478	-0.42
O	8.4	0.243	22.086	0.015	0.095	0.36
O	6.268	3.28	22.617	-0.15	-0.218	-0.048
O	8.549	-3.198	-6.219	-0.248	-0.231	-0.472
O	7.929	5.286	22.06	0.132	0.126	0.324
O	6.737	-7.389	23.157	0.072	-0.062	0.423
O	8.227	-5.511	22.036	-0.038	0.043	0.327
O	9.917	-3.469	22.737	0.336	0.359	-0.055
O	13.54	-6.06	22.524	0.315	0.006	-0.319
O	11.237	-2.949	-6.183	-0.015	-0.613	0.8
O	13.819	1.221	26.162	-0.609	0.231	-0.415
O	13.642	-0.012	22.061	0.26	-0.239	0.064
O	15.418	1.616	23.009	-0.198	-0.042	0.221
O	16.084	2.394	25.466	0.294	0.227	0.324
O	10.539	2.346	22.159	0.024	-0.064	0.268
O	12.515	3.993	23.072	0.165	-0.228	0.314
O	14.369	5.983	22.945	0.251	-0.12	0.371
O	9.392	7.279	22.808	-0.063	0.291	0.053
O	11.372	-7.376	23.207	-0.263	0.269	0.423
O	14.772	-3.908	23.227	0.068	0.241	0.635
O	18.547	-2.017	24.126	0.017	0.179	-0.49
O	18.796	-0.393	21.987	0.041	0.003	0.221
O	17.503	3.085	23.303	0.15	-0.111	0.562
O	18.931	5.172	22.324	-0.047	-0.173	0.263
O	20.494	7.083	23.133	-0.101	0.18	0.441
O	25.047	7.578	-3.316	0.118	-0.027	0.54
O	16.098	7.952	22.154	0.192	0.158	0.034
O	17.843	-6.708	23.1	0.646	-0.037	0.04
O	19.357	-4.149	22.683	-0.003	-0.397	0.157
O	21.507	-2.733	22.164	0.017	-0.101	0.22
O	25.391	1.736	23.133	0.035	-0.298	0.546
O	29.46	5.093	22.032	-0.185	-0.066	0.426
O	27.51	-5.15	24.395	-0.028	0.112	-0.47
O	23.49	3.689	23.164	-0.532	-0.213	0.217
O	24.842	5.677	22.191	-0.124	0.163	0.618
O	26.914	7.744	22.237	-0.185	0.004	0.344
O	19.857	-4.111	25.171	0.322	-0.302	-0.136
O	22.382	-7.441	23.385	0.167	-0.11	0.265
O	25.865	-3.575	23.215	-0.215	0.57	0.241
O	28.496	-1.367	23.325	-0.589	-0.265	0.325
O	30.125	0.214	22.143	0.147	0.099	0.376
O	31.887	2.227	22.396	0.308	0.273	0.129
O	-29.553	0.136	25.182	-0.272	0.037	0.695
O	-29.938	-5.578	21.66	-0.224	-0.106	0.134
O	26.055	4.831	-7.344	-0.369	0	-0.528
O	23.546	0.895	-3.079	0.461	0.054	0.182
O	30.987	3.126	-5.399	0.043	0.569	-0.014
O	28.844	-6.986	23.189	0.38	-0.289	-0.006
O	30.054	-5.399	24.984	0.174	-0.377	0.405
O	31.509	-4.248	23.325	-0.017	-0.413	0.129
O	-32.459	-2.512	22.092	-0.036	0.018	0.381
O	-30.953	-0.512	22.947	0.29	0.562	0.171
O	32.327	1.414	-6.864	0.572	-0.005	0.066
O	-28.406	0.874	23.083	0.094	-0.452	-0.088
O	-24.839	-6.521	25.819	-0.216	0.39	0.235
O	-31.665	3.981	23.24	0.44	-0.087	0.614
O	-29.852	5.522	22.259	-0.029	-0.078	0.072
O	-28.287	7.487	23.191	0.461	0.108	-0.076
O	-28.46	-4.094	23.038	0.518	-0.053	0.402
O	-24.033	-3.11	-6.248	-0.062	0.343	-0.276
O	-26.314	-2.012	23.464	-0.017	-0.482	-0.069
O	-24.527	-0.271	22.941	0.022	0.403	0.001
O	-22.514	1.261	23.196	0.437	0.149	0.373
O	-22.144	8.014	22.73	0.346	0.062	-0.159
O	-22.433	-6.534	24.784	-0.03	0.323	-0.436
O	-25.494	-7.426	23.358	0.299	-0.507	0.011
O	-24.372	-5.397	22.255	-0.061	0.141	0.142
O	-21.208	3.026	21.995	-0.043	-0.009	0.476
O	-20.495	-3.056	24.665	0.078	-0.073	-0.142
O	-16.123	2.867	22.116	0.044	0.142	0.574
O	-20.448	1.994	-5.737	-0.531	0.25	0.136
O	-16.318	5.13	24.441	-0.23	-0.385	0.146
O	-17.868	6.918	23.388	-0.015	0.552	0.138
O	-20.213	-6.826	23.4	0.447	0.209	0.643
O	-18.802	-5.21	22.134	0.074	0.299	0.305
O	-23.074	3.322	-7.147	-0.168	-0.102	0.381
O	-17.134	-3.419	23.087	0.008	0.094	0.107
O	-15.72	-3.656	-6.566	-0.146	0.434	0.582
O	-13.462	0.092	22.289	0.225	-0.065	0.686
O	-10.683	2.656	25.401	-0.155	-0.374	0.262
O	-14.289	4.646	22.812	0.461	0.302	-0.055
O	-13.984	5.89	25.068	-0.381	0.368	0.24
O	-12.023	6.76	23.484	-0.212	-0.034	0.168
O	-10.45	-7.808	22.34	0.089	0.144	0.028
O	-15.688	-6.366	-6.574	-0.129	0.052	0.487
O	-13.71	-5.345	22.503	0.11	0.087	0.389
O	-14.22	7.648	-3.306	0.179	-0.116	0.538
O	-13.258	-2.648	-6.337	0.189	0.681	-0.224
O	-6.892	-4.137	-3.772	-0.597	0.11	-0.23
O	-10.155	-7.148	-6.848	0.12	-0.28	-0.096
O	-9.216	-1.105	23.426	-0.67	-0.481	0.56
O	-6.59	-0.443	-6.348	-0.178	0.559	-0.105
O	-9.845	3.716	23.068	-0.306	0.188	0.314
O	-8.085	5.454	22.202	-0.113	-0.233	0.631
O	-6.313	7.115	23.125	-0.236	0.587	0.277
O	-4.901	-6.941	-6.432	-0.135	-0.248	-0.232
O	-12.881	-1.97	25.3	-0.418	-0.045	-0.096
O	-9.472	7.432	-5.109	-0.261	0.057	0.133
O	-4.467	-0.914	23.194	0.043	-0.283	0.151
O	-2.433	0.446	22.162	-0.02	-0.085	0.261
O	-5.522	-2.423	25.027	0.207	-0.243	0.38
O	-4.127	7.07	24.584	0.369	-0.496	-0.066
O	-8.016	5.303	-5.537	-0.13	-0.034	0.263
O	-0.766	6.867	22.855	0.407	-0.423	0.384
O	-4.038	3.253	22.584	0.511	-0.253	0.195
O	-2.625	-5.367	22.021	-0.24	-0.025	0.538
O	-0.449	-4.074	22.755	0.062	-0.124	0.319
O	-0.786	6.055	-6.287	-0.391	-0.233	0.188
O	-4.834	-4.457	-5.38	0.086	0.25	-0.65
O	0.709	1.351	-7.084	-0.059	-0.159	-0.621
O	6.066	-2.098	25.682	0.189	0.233	0.248
O	9.751	-0.948	-5.787	-0.126	0.574	-0.244
O	3.075	5.757	24.839	-0.532	0.206	0.189
O	5.725	1.945	-7.067	0.553	-0.114	-0.296
O	6.458	-4.067	23.999	0.58	-0.229	-0.212
O	2.088	5.961	-3.755	0.216	-0.11	0.185
O	23.861	1.317	-5.813	-0.496	-0.371	0.041
O	5.998	2.282	24.991	0.316	-0.486	0.071
O	25.679	-0.823	-4.651	0.041	-0.119	-0.629
O	1.26	-0.749	25.986	-0.156	0.275	-0.657
O	12.02	4.6	-1.13	0.236	0.389	-0.183
O	8.248	5.116	-5.942	0.561	-0.016	0.031
O	15.597	6.062	26.045	0.165	-0.267	-0.306
O	6.428	-2.554	-4.785	0.162	-0.012	0.217
O	32.266	-5.066	-2.558	-0.135	-0.469	0.242
O	-17.552	1.658	-1.657	0.271	-0.155	-0.665
O	4.941	-0.792	-3.437	-0.166	0.125	-0.169
O	3.689	7.316	-5.358	0.019	-0.079	-0.387
O	16.782	-1.565	25.943	-0.32	-0.217	0.097
O	-11.29	4.48	-6.202	0.359	0.157	-0.023
O	13.099	6.092	-4.577	-0.226	0.609	0.467
O	4.669	0.997	-1.477	-0.092	-0.059	-0.703
O	19.026	-8.106	-3.823	0.201	-0.011	0.083
O	12.765	6.92	-7.025	-0.172	-0.283	-0.269
O	10.256	7.289	25.195	0.144	-0.358	0.401
O	11.958	-7.092	-6.088	-0.485	0.169	0.38
O	21.224	5.491	-0.673	-0.426	-0.491	0.329
O	11.817	6.44	23.241	-0.236	-0.153	-0.281
O	-31.314	7.387	-3.508	-0.149	0.163	0.223
O	20.318	-7.755	25.231	-0.106	0.148	-0.041
O	19.81	-2.474	-5.59	0.111	0.568	-0.103
O	13.772	3.733	-3.692	-0.232	-0.323	0.346
O	18.859	0.687	-3.022	-0.299	0.517	-0.034
O	26.162	6.216	-1.139	-0.196	-0.228	-0.251
O	-31.654	1.796	-1.525	-0.199	-0.088	0.595
O	15.536	-6.188	24.323	-0.066	-0.583	0.214
O	21.363	3.855	-5.843	-0.281	-0.054	-0.09
O	11.993	-6.473	-1.598	-0.113	0.15	-0.094
O	-18.84	8.027	-0.41	-0.189	0.069	-0.138
O	28.663	6.509	-1.685	0.304	-0.1	0.214
O	19.878	-4.711	-6.839	0.677	-0.161	0.273
O	-15.006	-6.91	-1.52	-0.398	0.448	0.107
O	-30.12	-3.467	-4.91	0.326	0.276	-0.498
O	24.241	-2.539	-0.014	-0.268	-0.048	-0.027
O	-32.496	2.081	24.797	0.276	-0.64	-0.069
O	25.287	-7.33	-5.551	0.133	0.449	0.165
O	27.269	-7.61	-3.708	0.392	-0.076	-0.407
O	-18.664	0.285	-4.865	0.584	0.026	0.516
O	30.893	6.575	23.475	0.282	0.543	0.282
O	29.983	0.808	-4.52	0.069	-0.381	0.466
O	31.833	6.239	-4.601	0.138	-0.719	0.437
O	28.964	-0.602	25.871	-0.33	0.593	-0.092
O	27.425	-2.662	25.233	-0.183	0.209	0.34
O	15	-3.257	-1.28	0.47	0.135	-0.63
O	-8.222	2.416	-3.453	0.245	0.287	-0.351
O	-12.022	-0.988	-2.647	-0.174	0.067	-0.201
O	32.049	-1.277	-6.468	0.534	0.208	0.673
O	-4.442	-3.669	-2.884	-0.218	-0.001	0.053
O	31.356	0.713	-0.988	-0.231	-0.389	-0.234
O	30.085	-2.757	24.947	0.088	0.404	-0.038
O	-31.932	-6.93	22.822	-0.407	-0.541	0.069
O	-28.547	-6.143	-3.076	-0.669	0.243	0.015
O	1.865	0.895	-4.755	0.177	-0.303	0.265
O	-30.464	-4.127	-2.404	0.263	-0.015	0.249
O	-2.804	-8.149	-0.398	-0.146	-0.057	-0.096
O	-12.69	-3.186	-1.155	-0.354	0.03	-0.07
O	-32.292	-6.585	25.447	-0.202	-0.546	-0.014
O	20.759	1.464	-1.345	0.257	-0.026	-0.063
O	-25.46	-0.313	-5.927	0.253	-0.295	0.385
O	-32.577	-7.947	-5.815	0.452	0.573	0.197
O	-18.294	5.775	25.867	-0.55	0.232	0.219
O	-20.427	-4.607	-3.103	0.237	0.59	-0.116
O	-6.552	-6.551	-2.944	-0.213	-0.373	-0.33
O	-30.806	-5.071	-6.75	-0.225	-0.049	-0.3
O	-22.878	4.34	-2.453	0.269	-0.171	-0.141
O	-26.728	-6.774	-1.224	0.129	-0.481	-0.124
O	-28.8	7.711	-3.874	0.494	-0.245	-0.321
O	22.922	-0.771	23.132	0.743	0.023	0.545
O	-23.754	0.771	25.361	-0.163	-0.407	0.419
O	-23.15	-1.11	-2.812	0.165	0.121	-0.363
O	-19.362	2.393	-3.426	0.042	0.335	-0.294
O	-8.12	8.074	-0.322	0.124	0.031	-0.34
O	30.323	-3.245	-6.781	0.059	-0.475	-0.367
O	-26.28	3.46	-6.053	-0.027	0.336	-0.128
O	5.772	-7.407	-5.858	-0.101	0.299	-0.693
O	-21.01	7.627	25.124	0.587	-0.343	-0.12
O	-13.867	-6.151	-3.772	-0.318	0.442	0.049
O	11.226	4.739	-3.556	-0.402	0.012	-0.109
O	-21.209	-2.374	22.213	-0.534	-0.351	-0.163
O	-22.677	3.093	26.072	0.316	-0.315	0.097
O	-20.719	-1.394	-1.726	0.179	-0.198	-0.445
O	13.784	-3.174	-6.2	-0.112	0.347	0.579
O	4.804	7.832	24.922	-0.015	0.001	0.263
O	-14.876	-6.293	25.556	0.145	-0.281	0.18
O	-15.774	5.742	-3.836	-0.444	-0.351	-0.278
O	-24.975	3.995	23.1	-0.037	-0.322	0.381
O	-21.738	5.138	-5.829	0.047	-0.513	0.278
O	-17.431	-0.93	23.974	0.009	0.105	0.326
O	7.598	6.741	25.859	0.064	0.308	-0.369
O	-29.487	7.141	-1.344	-0.44	0.448	0.01
O	-15.105	-1.743	23.2	0.069	-0.219	0.411
O	-19.832	-4.132	-7.266	0.803	-0.156	-0.275
O	-31.767	-1.127	-1.006	-0.285	0.086	-0.118
O	-10.917	-2.626	-5.167	-0.068	0.425	0.561
O	-1.944	1.245	-6.89	0.026	0.013	-0.832
O	-13.37	5.641	-4.985	-0.161	-0.392	0.513
O	3.993	3.644	23.795	0.171	-0.183	0.52
O	28.056	-5.189	-3.054	0.295	-0.057	-0.104
O	-26.789	-7.232	-4.712	0.114	-0.415	-0.244
O	-11.991	-3.611	23.424	0.462	0.095	0.149
O	-25.356	-2.583	-3.388	0.304	-0.364	-0.061
O	-11.496	-5.514	-2.925	-0.296	0.117	0.162
O	-5.848	-4.964	25.504	0.089	-0.149	-0.263
O	-11.677	-7.385	-4.731	0.007	-0.37	-0.151
O	10.285	6.527	-1.511	0.245	0.108	-0.145
O	-9.878	-0.991	-1.209	0.062	-0.059	-0.474
O	-1.902	-7.68	24.377	0.13	0.382	0.266
O	20.875	2.131	-3.94	-0.102	-0.103	-0.344
O	29.574	-7.435	-1.067	0.517	0.293	-0.035
O	23.126	1.5	24.442	0.072	0.083	0.649
O	-2.891	5.631	-3.289	-0.204	0.306	-0.108
O	1.578	5.147	-7.038	0.214	0.204	0.711
O	-7.826	0.212	21.788	-0.009	0.06	-0.258
O	-24.007	-3.013	-1.134	-0.038	0.205	0.198
O	-22.393	-1.205	24.267	0.294	-0.074	0.536
O	-24.904	-1.693	25.745	0.287	0.02	-0.154
O	26.918	0.381	-0.013	0.219	-0.306	-0.24
O	-27.574	3.872	-3.832	-0.018	0.446	0.351
O	32.536	-5.305	0.045	-0.056	-0.027	-0.054
O	-0.445	2.106	-4.865	-0.142	0.235	0.407
O	4.521	7.969	22.384	-0.144	0.367	0.18
O	-7.543	6.967	-3.516	-0.434	0.267	0.162
O	15.429	0.85	-1.052	0.425	-0.45	0.101
O	-20.174	7.189	-5.876	0.218	0.083	-0.1
O	-24.909	3.49	-3.763	0.44	0	-0.313
O	-14.56	3.206	24.943	0.15	-0.294	-0.35
O	-2.304	-2.447	-3.515	0.227	-0.151	-0.471
O	-21.428	-2.434	-6.095	0.019	0.611	0.427
O	3.571	-4.939	-5.691	-0.002	-0.304	0.243
O	1.653	3.426	-3.934	0.697	0.161	-0.198
O	10.228	7.58	-7.269	-0.193	-0.596	-0.017
O	-12.316	-4.843	-5.302	0.011	-0.05	-0.713
O	0.643	7.823	24.831	0.355	-0.078	-0.095
O	6.151	6.447	-5.076	0.179	0.077	0.086
O	6.045	3.858	-5.252	-0.24	-0.369	0.433
O	6.497	-6.675	-1.403	-0.32	0.114	-0.108
O	3.558	-6.304	-1.697	0.315	0.275	0.588
O	14.189	-5.715	-6.444	0.4	-0.058	-0.435
O	3.833	-2.388	-5.134	-0.223	0.415	-0.278
O	8.31	-4.031	-3.718	-0.228	-0.445	0.102
O	9.605	0.197	-3.49	0.05	0.208	0.17
O	9.032	1.425	-1.25	-0.192	0.452	0.004
O	1.44	4.115	23.262	-0.067	0.228	0.404
O	-9.1	3.01	-6.203	0.176	-0.358	-0.099
O	-4.183	-7.08	23.15	-0.296	-0.276	0.228
O	3.016	-4.18	-3.298	-0.479	0.033	0.278
O	12.798	-4.104	-2.274	-0.085	-0.079	0.397
O	22.985	3.658	-1.246	0.09	-0.54	-0.219
O	-31.307	-5.717	-4.252	-0.172	-0.62	-0.207
O	10.978	-0.047	-0.39	-0.192	0.261	-0.186
O	11.979	-0.566	-4.402	0.201	0.121	0.032
O	12.814	-1.744	-1.16	0.175	0.163	-0.285
O	12.42	3.858	-5.885	-0.483	-0.046	-0.07
O	15.106	5.947	-6.25	0.498	0.132	-0.071
O	23.336	6.045	-2.081	0.317	-0.125	0.56
O	-4.257	4.141	-1.614	-0.106	0.091	-0.064
O	-4.01	-6.858	25.773	0.47	0.187	0.278
O	17.39	-4.394	24.345	-0.658	0.312	0.43
O	17.553	4.964	-1.218	0.147	0.335	-0.252
O	-25.979	7.428	25.622	-0.099	0.018	0.046
O	1.057	7.741	-5.521	0.299	0.379	-0.331
O	16.045	5.044	-3.342	-0.031	0.067	-0.655
O	18.412	-4.349	-4.197	0.159	-0.305	0.199
O	21.655	-0.294	25.438	0.232	-0.136	0.185
O	17.614	-5.897	-6.16	-0.552	-0.002	-0.282
O	20.826	6.877	-5.266	-0.039	-0.28	0.448
O	22.667	-6.699	-0.959	-0.18	0.611	-0.02
O	20.6	7.965	-1.203	-0.132	0.295	-0.382
O	29.265	5.576	-4.785	-0.158	-0.051	-0.077
O	-16.293	-7.073	-3.841	0.081	-0.025	0.147
O	20.915	-6.037	-2.673	-0.389	-0.082	-0.527
O	18.334	6.787	-5.982	-0.494	-0.335	0.392
O	20.751	-3.501	-3.393	0.177	0.329	0.183
O	17.695	-0.836	-1.169	-0.226	0.285	-0.048
O	25.962	-1.483	-2.156	-0.388	-0.269	0.587
O	21.26	-0.349	-3.088	-0.191	-0.515	-0.325
O	32.392	-2.507	-2.978	-0.214	0.122	-0.484
O	8.331	2.544	-3.443	-0.098	0.297	-0.839
O	-31.823	-1.009	25.413	-0.517	-0.032	-0.276
O	31.084	4.039	24.129	-0.503	-0.282	-0.193
O	25.408	-4.235	25.718	-0.648	0.385	-0.076
O	21.38	4.569	-3.177	-0.285	0.559	-0.14
O	9.795	-4.069	-1.485	0.352	-0.414	-0.199
O	-30.366	-1.606	-3.135	0.28	0.564	-0.226
O	-0.775	-3.274	25.152	-0.377	0.132	-0.105
O	-27.944	2.369	25.178	-0.369	0.254	0.221
O	8.327	8.096	-0.532	-0.032	0.248	-0.667
O	-3.948	-0.599	-7.112	0.381	-0.13	-0.008
O	-1.195	0.437	-1.068	-0.344	-0.174	-0.108
O	-17.057	6.403	-1.507	-0.225	0.35	-0.245
O	31.524	2.339	-3.014	0.36	0.424	0.327
O	-13.808	0.713	25.636	0.066	-0.086	-0.393
O	-14.464	-1.502	-1.696	-0.266	0.389	-0.376
O	30.033	7.799	-3.511	-0.078	0.579	-0.19
O	-29.646	5.367	-3.242	-0.244	-0.036	-0.022
O	-20.223	-6.77	-7.098	-0.341	0.077	-0.008
O	3.592	7.368	-1.271	-0.109	-0.235	-0.525
O	-24.422	-7.126	-3.901	-0.061	-0.415	0.323
O	-4.359	1.611	-5.945	-0.174	-0.065	-0.567
O	-11.546	1.72	23.123	-0.028	-0.046	0.417
O	29.108	3.188	-3.632	-0.504	-0.038	0.336
O	-29.963	2.821	-3.291	-0.048	-0.339	-0.307
O	-26.422	1.527	-4.234	0.056	-0.172	0.839
O	-32.516	5.313	-0.243	-0.098	0.051	-0.545
O	11.64	-1.201	23.014	-0.574	-0.137	0.116
O	-4.065	3.472	-4.254	0.581	-0.086	-0.289
O	32.064	-4.238	26.044	0.392	0.466	0.187
O	-6.723	-4.647	-1.205	0.197	0.149	-0.102
O	-5.373	-0.18	-0.423	0.092	-0.136	-0.43
O	4.657	-4.065	-1.208	0.843	-0.021	-0.248
O	-10.251	1.064	-2.807	0.229	0.011	-0.258
O	-28.104	-3.111	-3.297	0.039	-0.359	0.627
O	-11.777	0.822	-0.827	-0.15	0.17	-0.177
O	-19.24	5.152	22.166	-0.101	-0.039	0.168
O	19.141	-0.462	26.128	-0.185	0.265	0.621
O	-25.439	4.413	-1.447	-0.087	0.398	-0.422
O	-22.392	4.616	23.988	0.591	0.143	-0.283
O	22.788	-0.564	-0.944	0.021	0.239	-0.033
O	-8.893	-5.275	-2.648	0.039	0.26	-0.24
O	30.862	-3.508	-1.045	-0.12	0.259	0.175
O	-13.192	7.773	-0.472	0.288	-0.058	-0.322
O	-27.006	2.792	22.087	-0.058	0.062	0.385
O	1.084	-0.861	-1.329	0.085	-0.069	-0.391
O	18.171	7.165	26.208	0.061	-0.412	0.038
O	25.502	-4.208	-1.343	0.415	0.004	-0.166
O	-5.784	-2.054	-4.59	0.641	0.452	0.206
O	8.736	-7.083	25.881	-0.678	0.11	-0.312
O	32.003	5.846	25.716	0.104	0.458	-0.308
O	7.611	5.058	-3.397	-0.033	0.375	0.318
O	-26.148	-5.195	-3.137	0.442	0.406	-0.175
O	9.471	4.145	-1.72	-0.102	-0.24	0.69
O	-20.971	5.307	-0.905	0.06	0.143	-0.088
O	5.272	-8.073	-3.376	-0.446	-0.364	0.426
O	-8.87	-0.139	25.969	-0.568	0.486	-0.099
O	-17.53	-5.168	-5.41	-0.189	0.418	0.131
O	-16.189	-2.739	25.435	-0.091	-0.246	0.06
O	28.267	-3.99	-5.371	-0.166	-0.452	-0.241
O	13.158	-6.077	-3.971	0.378	-0.022	0.119
O	-25.31	2.807	25.43	0.093	0.214	-0.718
O	28.836	-1.471	-5.612	-0.073	-0.153	0.559
O	29.955	0.347	-7.038	-0.162	0.038	-0.255
O	-10.57	-4.592	-0.703	0.675	0.185	0.04
O	1.366	4.589	-1.551	0.064	0.356	-0.106
O	-4.617	-0.055	25.684	0.012	-0.18	0.246
O	-19.377	3.255	-0.966	0.162	-0.184	0.109
O	28.516	-1.244	-1.095	0.656	-0.367	-0.483
O	-22.494	7.393	-4.596	-0.263	-0.158	0.452
O	-10.18	-7.061	-1.221	-0.65	-0.519	-0.223
O	0.692	1.511	-2.49	0.217	0.446	0.352
O	-24.412	5.541	25.131	0.324	-0.08	0.036
O	14.291	-8.039	-5.331	0.562	0.007	0.264
O	-16.246	-0.103	-0.464	-0.083	-0.349	-0.407
O	-6.417	3.203	-5.7	-0.156	0.27	-0.057
O	-11.194	5.589	-0.544	0.292	0.04	-0.664
O	25.738	1.797	-4.106	-0.048	0.567	0.138
O	-8.187	-2.715	-0.307	0.18	-0.163	-0.14
O	25.26	-3.42	-3.847	0.307	-0.371	-0.323
O	28.019	-2.549	-3.221	-0.118	-0.061	-0.091
O	-5.068	7.714	-2.669	0.386	-0.262	-0.171
O	13.281	1.503	-6.795	-0.053	0.038	-0.028
O	-7.623	-0.227	-3.904	-0.567	-0.214	0.032
O	10.273	-2.35	-3.495	0.228	0.004	0.211
O	27.164	-6.58	-1.124	-0.449	-0.353	0.144
O	-10.53	-3.051	25.551	0.061	0.327	0.241
O	-0.352	5.055	-3.465	-0.328	-0.537	-0.206
O	-2.602	-5.651	-5.982	-0.111	0.136	0.263
O	10.95	-0.026	25.338	-0.341	0.445	-0.385
O	-6.556	6.153	-1.2	-0.065	-0.183	-0.276
O	-15.223	4.543	-1.45	0.356	0.029	-0.345
O	-22.847	6.81	-1.66	0.067	0.24	-0.52
O	-0.499	-0.592	-3.382	0.537	-0.074	-0.021
O	-6.455	2.398	22.852	-0.011	-0.036	0.593
O	-17.803	3.123	26.201	0.157	-0.069	-0.499
O	-8.317	-5.698	22.263	-0.036	-0.065	0.286
O	17.447	0.488	24.325	0.21	-0.115	-0.199
O	-5.766	1.598	-3.702	0.432	-0.217	0.126
O	15.885	-4.366	-5.01	-0.076	0.541	0.245
O	-0.14	-5.469	-0.483	0.266	-0.013	-0.28
O	-29.855	-2.386	24.282	-0.125	-0.141	-0.109
O	-28.96	7.218	25.706	0.427	-0.531	-0.196
O	-2.138	-4	-1.41	0.185	-0.062	-0.192
O	2.695	-2.658	-0.341	0.11	0.036	-0.73
O	-17.508	4.109	-2.709	0.097	-0.113	-0.47
O	2.859	2.682	-0.56	0.332	-0.031	-0.36
O	-27.262	-2.618	25.955	-0.097	-0.15	0.154
O	13.69	2.744	-0.342	-0.06	0.101	-0.633
O	5.381	5.483	-0.536	0.069	0.074	-0.637
O	16.934	-6.502	-3.69	-0.54	-0.068	0.087
O	23.15	-4.566	-2.769	-0.101	0.08	-0.382
O	-27.439	-7	24.96	-0.053	0.696	-0.073
O	2.408	-7.818	-3.441	0.08	0.321	-0.274
O	26.512	6.71	-5.391	0.032	-0.424	0.076
O	22.173	6.685	25.057	0.132	-0.345	-0.353
O	-13.227	-2.912	-3.729	-0.538	-0.035	-0.139
O	8.046	-2.632	-0.334	0.08	-0.148	-0.487
O	-1.207	7.466	-4.157	-0.255	0.472	0.178
O	22.432	-8.093	-3.16	-0.121	0.083	-0.528
O	-6.876	7.64	-5.952	-0.116	0.228	-0.134
O	19.218	-2.701	-0.252	-0.094	-0.158	-0.587
O	-24.069	2.266	-1.392	-0.357	-0.291	-0.339
O	-26.947	-0.092	25.126	0.182	0.373	0.13
O	24.217	-5.578	22.499	-0.202	-0.128	0.416
O	-9.606	-4.6	-6.32	-0.016	-0.331	0.1
O	-5.539	5.345	-3.492	-0.326	-0.115	-0.295
O	13.972	0.613	-3.222	-0.512	0.265	0.13
O	18.542	-1.907	-3.395	0.053	-0.123	0.096
O	-25.245	-5.299	-5.627	0.267	-0.133	-0.116
O	-26.654	-3.093	-5.537	-0.31	-0.07	-0.026
O	-23.974	6.212	22.579	-0.214	-0.051	0.11
O	-8.341	-2.268	-5.504	0.132	-0.454	-0.031
O	15.201	6.106	-1.108	-0.371	-0.631	-0.393
O	-29.045	-6.639	-5.678	0.139	-0.225	-0.116
O	-1.198	-7.7	-6.642	-0.37	-0.416	0.029
O	-20.233	4.014	25.426	0.067	-0.251	-0.754
O	27.816	4.206	-0.834	-0.497	-0.368	-0.371
O	22.798	-7.982	-6.341	-0.198	0.576	-0.122
O	16.612	-2.435	22.048	0.1	-0.085	0.298
O	-2.67	2.534	-0.435	0.21	-0.093	-0.545
O	19.046	2.954	-0.229	-0.091	0.071	-0.203
O	-7.257	1.083	-1.544	-0.33	0.043	-0.131
O	-0.654	3.574	-7.062	-0.472	0.065	-0.427
O	24.385	5.612	26.103	0.207	0.126	-0.185
O	-31.122	-6.539	-1.526	-0.033	-0.35	-0.161
O	-12.226	7.598	25.981	-0.479	0.304	-0.319
O	7.06	0.444	-2.705	0.273	0.049	-0.35
O	21.339	-4.119	-0.933	0.661	-0.241	0.066
O	9.809	-4.989	24.742	0.168	-0.399	-0.343
O	8.512	-2.656	24.825	-0.074	0.453	0.657
O	-29.601	4.046	-5.543	0.228	-0.249	-0.209
O	-20.26	-6.416	-1.365	-0.513	-0.207	-0.444
O	27.582	3.71	-5.65	-0.173	-0.335	0.138
O	-22.092	-6.392	-4.239	0.474	-0.051	0.126
O	29.833	2.682	-0.166	-0.107	0.286	-0.697
O	-17.533	-6.301	25.512	-0.146	-0.088	-0.454
O	-13.606	2.698	-0.477	-0.175	-0.273	-0.242
O	-3.529	-1.824	-1.231	0.165	0.311	-0.122
O	-22.149	-4.942	-6.492	-0.324	-0.519	0.085
O	23.536	-1.672	-3.234	-0.188	-0.433	-0.38
O	27.21	4.944	-3.265	-0.907	-0.037	-0.261
O	-18.771	-6.545	-3.523	-0.261	-0.432	-0.203
O	13.998	-2.031	-3.441	0.545	-0.37	-0.45
O	-9.78	3.487	-1.525	0.261	0.036	-0.175
O	15.862	3.549	-5.408	0.536	-0.729	-0.177
O	-29.046	1.662	-1.184	0.143	-0.366	-0.71
O	32.604	-3.732	-5.581	-0.214	-0.087	0.178
O	-5.582	4.781	23.995	-0.278	0.044	0.137
O	-30.397	3.885	-0.863	0.336	0.332	-0.002
O	-6.843	-0.241	24.306	-0.047	0.288	-0.458
O	-24.015	5.901	-6.838	-0.401	-0.286	0.455
O	25.457	-5.94	-3.102	-0.14	-0.226	0
O	-17.968	1.496	23.135	0.226	0.417	0.736
O	-4.831	2.457	24.904	-0.053	-0.084	0.425
O	-29.794	-2.668	-0.211	-0.082	0.159	-0.175
O	-27.324	0.085	-0.183	0.265	-0.166	-0.377
O	-25.441	-0.955	-1.439	-0.075	0.473	-0.321
O	-27.254	-0.912	-4.123	-0.033	0.137	0.663
O	-32.043	3.84	-6.614	0.057	-0.232	-0.175
O	-27.902	-4.472	-1.085	0.3	0.109	-0.253
O	-27.455	5.581	-0.461	-0.238	0.018	-0.418
O	-24.603	-8.087	-0.475	0.29	-0.208	-0.245
O	-0.807	-1.856	-5.598	-0.333	0.268	-0.388
O	25.966	-6.794	26.21	-0.474	-0.346	-0.226
O	-1.117	6.651	-1.579	0.147	0.111	-0.14
O	-6.423	6.539	25.742	-0.407	0.305	0.063
O	13.177	5.446	25.217	-0.157	0.078	0.173
O	-22.835	-3.744	23.463	-0.204	-0.11	0.206
O	18.178	-7.009	-1.451	0.422	0.19	-0.188
O	-22.068	0.672	-1.173	0.357	-0.186	0.043
O	-4.441	-6.412	-1.353	0	0.426	-0.121
O	16.984	7.313	-2.543	-0.312	0.085	0.043
O	7.48	-6.853	-3.913	0.711	-0.271	0.114
O	3.967	3.84	-6.895	-0.269	0.062	0.229
O	-22.668	-5.098	-1.805	0.158	-0.477	0.008
O	-11.544	1.839	-6.034	0.247	-0.279	0.157
O	-27.959	0.617	-6.131	-0.503	-0.039	0.197
O	1.609	-3.013	24.364	0.339	-0.469	-0.107
O	-18.968	-2.765	-0.458	0.18	0.396	-0.449
O	22.49	5.844	-7.094	0.325	0.337	-0.4
O	1.552	-1.057	-6.554	0.141	-0.215	-0.2
O	-19.637	-0.394	22.661	-0.111	0.147	0.041
O	23.295	6.318	-4.711	0.343	-0.571	-0.102
O	-11.684	7.037	-6.504	-0.187	0.194	-0.475
O	-16.562	-0.21	-6.497	0.159	-0.029	0.252
O	5.416	-0.478	-6.04	0.514	-0.172	-0.167
O	-18.055	-7.697	-5.743	0.403	-0.363	0.02
O	-18.085	-4.848	-1.623	0.296	0.102	-0.323
O	5.364	-5.425	-3.335	0.036	0.48	-0.776
O	16.452	-0.171	-3.287	-0.155	-0.167	-0.375
O	-6.346	-4.05	23.106	0.424	0.328	-0.086
O	23.342	3.22	-4.184	0.422	0.668	-0.12
O	3.307	0.893	-6.882	-0.022	0.213	-0.469
O	20.814	0.874	23.195	-0.123	0.312	0.257
O	8.359	-7.204	-6.33	0.269	0.096	0.177
O	-23.771	-7.733	-6.391	-0.06	0.379	-0.177
O	6.969	3.557	-1.358	-0.291	-0.525	-0.209
O	-11.641	5.031	25.466	0.496	-0.059	0.087
O	25.845	2.343	-7.278	0.305	-0.437	-0.143
O	-21.082	0.391	-3.659	0.087	-0.121	-0.019
O	27.658	0.117	-3.217	0.283	0.526	0.218
O	-32.521	0.019	-3.194	-0.227	0.132	-0.539
O	15.935	2.417	-3.052	0.652	0.11	-0.21
O	-31.112	6.179	-5.848	0.305	0.351	-0.325
O	-2.699	-0.196	-4.83	-0.155	0.172	0.207
O	31.212	6.932	-1.343	0.406	-0.112	-0.395
O	-20.912	5.877	-3.452	0.578	-0.194	0.064
O	11.103	-2.676	25.011	0.313	-0.339	0.57
O	1.385	-7.531	-1.108	-0.083	-0.17	-0.35
O	19.818	-7.295	-6.203	0.661	0.009	0.044
O	13.162	-5.162	24.938	-0.344	0.262	-0.076
O	-7.964	-3.376	24.994	-0.325	0.186	-0.222
O	24.876	2.384	-0.11	-0.074	-0.042	-0.389
O	-8.97	1.421	23.929	0.506	0.258	-0.266
O	29.296	5.604	25.455	-0.141	-0.083	-0.039
O	-12.632	-4.73	25.743	0.447	-0.378	0.168
O	27.611	0.775	-5.708	-0.222	0.489	-0.367
O	5.975	-1.184	-1.025	-0.614	0.044	-0.131
O	-26.891	4.861	25.687	-0.558	0.126	-0.293
O	27.442	3.063	22.134	0.116	0.021	0.422
O	-4.078	-6.536	-3.97	0.34	-0.054	0.155
O	25.004	3.188	25.262	0.263	-0.17	0.219
O	30.222	-3.833	-3.611	0.248	-0.043	-0.437
O	-22.661	-3.836	-4.153	-0.29	0.341	0.269
O	1.416	-3.31	-5.243	-0.34	-0.327	0.296
O	-14.76	7.607	-5.832	-0.095	-0.082	0.012
O	17.89	-6.621	25.64	-0.241	0.252	0.455
O	0.077	-5.457	-6.705	0.037	0.009	0.277
O	13.67	-8.177	-0.476	0.145	-0.321	-0.2
O	30.23	7.648	-6.13	-0.493	0.036	-0.411
O	-30.973	-4.761	24.03	-0.387	0.202	-0.327
O	-10.603	3.317	-4.031	-0.442	0.517	0.122
O	-15.846	-6.885	23.303	-0.383	-0.343	0.164
O	14.388	-0.473	-5.557	0.667	-0.18	0.063
O	-19.38	0.428	25.12	-0.418	0.525	0.019
O	-16.398	7.719	25.308	-0.09	-0.01	0.38
O	4.551	-4.257	25.753	-0.407	-0.49	0.455
O	-13.912	0.654	-6.774	-0.024	-0.154	0.38
O	24.594	8.099	-0.152	-0.028	0.044	-0.472
O	10.78	-5.029	-3.59	-0.23	-0.403	-0.366
O	-29.934	-7.124	24.388	-0.102	0.106	-0.129
O	28.545	-7.167	25.806	0.526	-0.342	0.051
O	16.458	-5.304	-0.461	0.303	0.174	-0.463
O	-18.802	-1.733	-6.506	0.353	-0.205	-0.145
O	-28.842	-4.625	25.478	0.089	-0.377	0.168

Results
total energy: -406609.572 eV
total energy less fixed offsets of O -438.25, Si -107.07 eV per atom: 3.228 eV
